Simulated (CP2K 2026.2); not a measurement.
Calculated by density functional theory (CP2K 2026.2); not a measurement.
Periodic cell of 2016 atoms, Si1440O576, from a study of silicon, its oxide and their interface. The atomic structure is a simulated model.
Doubt: the forces sum to 1.28 eV/angstrom along one axis rather than to zero, so they err by at least 0.0006 eV/angstrom per atom on average; the grid cutoff is modest.

Settings
functional: PBE
method: Gaussian and plane waves
basis set: DZVP-MOLOPT-SR-GTH
pseudopotentials: GTH-PBE
grid cutoff: 350 Ry, relative cutoff 50 Ry
k points: Gamma only
occupations: fixed
spin: none
net charge: 0

Cell vectors (angstrom)
a	65.28	0	0
b	0	16.32	0
c	5.6704	5.8175	33.3043

Atoms and the computed forces on them: element, x, y, z (angstrom), force x, y, z (eV/angstrom)
Si	7.361	20.424	33.303	-0.257	0.134	0.814
Si	10.051	6.942	33.232	-0.207	0.054	0.684
Si	1.005	4.327	0.023	0.221	-0.219	0.717
Si	9.805	12.258	33.277	-0.054	0.261	0.704
Si	1.051	9.597	0.174	0.253	-0.103	0.718
Si	3.815	12.285	0.085	0.251	-0.075	0.712
Si	12.227	20.978	33.288	0.087	-0.192	0.712
Si	9.649	1.087	0.093	-0.06	0.174	0.73
Si	12.092	10.11	33.281	0.235	-0.057	0.742
Si	14.936	12.856	33.256	0.096	-0.174	0.746
Si	12.648	14.993	33.256	-0.129	0.198	0.801
Si	58.827	12.046	0.042	-0.158	0.131	0.72
Si	61.148	15.274	0.025	0.219	-0.361	0.61
Si	63.692	1.656	0.293	0.057	-0.076	0.717
Si	61.438	3.799	0.208	-0.092	0.157	0.745
Si	64.187	6.615	0.345	-0.185	-0.041	0.724
Si	61.036	9.81	0.071	0.08	-0.263	0.739
Si	64.09	11.785	0.352	0.033	0.223	0.695
Si	2.76	16.292	1.251	0.011	0	-0.07
Si	5.409	2.686	1.356	0	0.016	-0.049
Si	2.667	5.324	1.388	-0.019	0	-0.066
Si	5.359	8.056	1.241	0.019	-0.011	-0.055
Si	2.655	10.783	1.422	-0.002	0.02	-0.049
Si	5.414	13.549	1.281	-0.024	0.017	-0.036
Si	8.1	16.254	1.386	-0.011	0.008	-0.037
Si	59.944	2.68	1.603	0.017	0.016	-0.071
Si	8.086	5.433	1.231	-0.012	0.013	-0.04
Si	59.858	8.185	1.346	-0.01	0.018	-0.044
Si	8.108	10.802	1.265	0.015	-0.025	-0.064
Si	60.009	13.603	1.321	0.012	0.034	-0.042
Si	62.602	16.331	1.511	-0.012	0.017	-0.061
Si	65.282	2.796	1.494	0	0.025	-0.066
Si	62.559	5.413	1.484	0.001	-0.018	-0.044
Si	65.334	8.104	1.664	-0.009	0.011	-0.049
Si	62.528	10.736	1.652	-0.055	-0.003	-0.049
Si	65.309	13.538	1.337	0.021	0.011	-0.064
Si	1.399	1.319	2.678	0.011	-0.015	-0.004
Si	4.025	3.977	2.745	0.011	0.017	0.028
Si	1.464	6.729	2.868	0.009	-0.029	0.016
Si	4.091	9.441	2.686	0.008	-0.011	-0.008
Si	1.344	12.197	2.782	-0.006	0.009	0.024
Si	4.087	14.937	2.685	-0.013	-0.007	0.015
Si	6.804	1.369	2.718	0.013	0.004	0.014
Si	9.455	4.089	2.626	-0.011	-0.001	0.004
Si	6.743	6.758	2.663	0.004	0.008	0.029
Si	9.476	9.515	2.69	-0.008	0.001	0.042
Si	6.786	12.199	2.632	0.018	0.004	0.009
Si	58.552	14.912	2.73	0.027	-0.011	0.016
Si	61.269	1.316	2.942	0.012	0.002	0.045
Si	63.933	4.105	2.889	-0.005	0.003	0.038
Si	61.181	6.811	2.76	0.003	0.021	-0.007
Si	63.901	9.403	2.967	0.023	0.009	0.029
Si	61.243	12.272	2.838	-0.025	0.006	0.037
Si	63.99	14.912	2.743	-0.002	-0.024	0.012
Si	65.331	16.298	4.086	-0.006	0.009	0.005
Si	2.708	2.641	4.126	-0.013	0.013	0.007
Si	65.317	5.434	4.218	-0.015	-0.008	-0.017
Si	2.8	8.131	4.156	-0.009	-0.006	0.007
Si	65.283	10.858	4.186	0.004	0.026	-0.014
Si	2.736	13.581	4.086	-0.006	0.012	-0.014
Si	5.441	16.303	4.059	-0.009	-0.016	-0.011
Si	8.154	2.736	4.056	-0.006	-0.006	0.009
Si	5.413	5.393	4.055	0.008	-0.007	-0.013
Si	8.112	8.137	4.034	-0.008	0.005	-0.031
Si	5.44	10.847	4.023	-0.005	-0.003	-0.011
Si	8.134	13.537	4.041	0.002	0.004	0.003
Si	59.847	16.267	4.182	-0.006	0.006	-0.01
Si	62.615	2.712	4.24	-0.005	-0.004	-0.002
Si	59.831	5.453	4.127	0.015	-0.012	0.016
Si	62.52	8.071	4.244	-0.014	-0.015	0.014
Si	59.864	10.899	4.169	0.009	-0.014	-0.005
Si	62.626	13.605	4.164	-0.011	0.012	0.004
Si	66.718	14.936	16.419	0.017	0.022	0.004
Si	4.087	17.672	16.376	-0.024	0.002	-0.003
Si	66.688	4.036	16.335	-0.011	0.005	-0.013
Si	4.159	6.799	16.351	-0.015	0.003	-0.008
Si	66.71	9.545	16.322	0.006	0.022	-0.001
Si	4.145	12.249	16.425	0.004	-0.004	-0.003
Si	6.859	14.959	16.343	-0.012	0.006	-0.004
Si	58.511	17.676	16.353	0.01	-0.003	-0.013
Si	6.848	4.115	16.389	0.01	-0.006	0.023
Si	58.456	6.776	16.322	-0.004	-0.011	-0.008
Si	6.887	9.559	16.378	0.011	0.001	0.002
Si	58.505	12.249	16.317	0.004	-0.006	-0.014
Si	61.257	14.951	16.349	0.003	0.019	-0.016
Si	63.956	17.643	16.357	-0.015	-0.002	0.003
Si	61.206	4.037	16.322	-0.007	-0.012	-0.014
Si	63.923	6.754	16.3	-0.006	-0.006	-0.014
Si	61.227	9.518	16.325	-0.003	0.004	-0.004
Si	63.96	12.223	16.346	-0.003	-0.008	-0.006
Si	68.077	16.296	17.816	0.012	-0.015	0.003
Si	5.427	19.066	17.708	-0.006	0.01	0.011
Si	68.057	5.41	17.661	0.01	-0.017	-0.005
Si	5.553	8.142	17.714	0.018	-0.018	-0.004
Si	68.06	10.858	17.765	-0.027	-0.013	0.009
Si	5.53	13.637	17.768	0.016	-0.003	-0.02
Si	8.202	16.304	17.714	0.025	0.025	-0.006
Si	59.864	19.027	17.732	0.013	0.001	0.012
Si	8.194	5.546	17.73	-0.025	0.027	-0.005
Si	59.833	8.148	17.626	0.012	0.008	0.012
Si	8.228	10.983	17.726	-0.005	0.008	-0.001
Si	59.918	13.558	17.677	0.008	-0.005	-0.013
Si	62.605	16.295	17.742	-0.002	-0.015	0.01
Si	65.329	18.993	17.701	0.012	-0.004	-0.002
Si	62.576	5.366	17.664	0.006	0.008	-0.007
Si	65.28	8.175	17.566	0.003	-0.017	-0.02
Si	62.571	10.89	17.704	-0.011	0.009	0.004
Si	65.348	13.526	17.726	0.009	-0.003	0
Si	66.647	17.649	19.125	-0.037	0.015	-0.015
Si	4.108	4.122	19.127	0.03	0.007	0.012
Si	66.654	6.836	18.858	-0.013	0.006	-0.03
Si	4.237	9.505	19.06	-0.011	0.03	-0.013
Si	66.632	12.137	19.155	-0.006	-0.016	-0.01
Si	4.19	14.928	19.203	-0.009	0.013	-0.005
Si	6.744	17.628	19.004	-0.034	-0.03	-0.026
Si	58.471	4.026	19.114	0	0	-0.01
Si	6.833	6.83	19.215	-0.012	-0.018	-0.018
Si	58.516	9.58	18.95	0.018	0.007	-0.039
Si	6.934	12.359	19.169	0.039	0.007	-0.004
Si	9.638	15	19.084	-0.031	0.004	-0.008
Si	61.262	17.699	19.098	0.003	0.019	-0.027
Si	63.972	4.038	19.041	-0.018	0.008	-0.039
Si	61.126	6.691	18.939	-0.031	-0.003	-0.029
Si	63.893	9.433	18.967	-0.012	0.009	-0.012
Si	61.25	12.247	19.128	-0.005	-0.012	-0.008
Si	63.977	14.879	19.058	0	-0.027	-0.03
Si	65.327	16.171	20.454	0.025	-0.006	0.03
Si	67.969	19.095	20.456	-0.004	0.017	0.056
Si	65.293	5.57	20.24	-0.012	0.01	0.059
Si	68.06	8.074	20.222	0.024	-0.036	-0.007
Si	65.2	10.659	20.442	0.002	0.011	0.028
Si	68.076	13.478	20.487	-0.018	-0.038	0.024
Si	5.532	16.327	20.632	0.022	0.007	0.028
Si	8.185	19.117	20.035	-0.042	-0.009	0.022
Si	5.408	5.469	20.633	-0.021	0.024	0.031
Si	8.265	8.302	20.42	-0.007	-0.002	0.043
Si	5.595	10.901	20.452	0.034	-0.013	0.051
Si	8.385	13.672	20.601	-0.01	-0.046	0.042
Si	59.932	16.279	20.414	0.007	-0.003	0.047
Si	62.693	18.991	20.496	0.022	-0.036	0.038
Si	59.838	5.383	20.445	0.013	0.015	0.059
Si	62.455	8.088	20.219	-0.003	0.01	0.077
Si	59.83	10.895	20.429	-0.021	-0.021	0.056
Si	62.656	13.576	20.506	0.002	-0.007	0.072
Si	66.926	15.026	21.788	-0.426	-0.381	-0.539
Si	3.754	17.451	21.75	0.489	0.407	-0.638
Si	66.758	4.442	21.612	0.03	-0.219	-0.681
Si	68.954	6.645	21.847	0.36	0.084	-0.593
Si	66.912	9.524	21.596	-0.383	-0.188	-0.534
Si	3.906	11.831	21.765	0.301	0.366	-0.516
Si	7.326	15.316	21.915	-0.393	-0.245	-0.592
Si	58.229	17.302	21.65	0.096	0.2	-0.742
Si	6.897	3.903	21.578	-0.262	0.168	-0.647
Si	58.603	7.039	21.596	-0.049	-0.207	-0.704
Si	7.234	9.912	21.804	-0.125	-0.197	-0.726
Si	9.569	12.086	21.983	0.176	0.282	-0.616
Si	61.58	15.255	21.778	-0.066	-0.106	-0.713
Si	63.895	17.39	21.814	0.051	0.199	-0.639
Si	61.543	4.306	21.709	-0.274	-0.2	-0.685
Si	63.663	6.634	21.559	0.154	0.173	-0.729
Si	60.893	9.156	21.582	0.078	0.226	-0.803
Si	63.988	12.109	21.818	-0.246	-0.125	-0.721
Si	5.125	4.628	25.767	-0.148	-0.007	0.032
Si	11.207	16.778	31.155	-0.031	-0.039	0.115
Si	60.732	7.205	25.244	0.014	-0.07	0
Si	6.462	7.073	25.638	0.046	-0.142	-0.003
Si	13.125	8.211	28.279	-0.038	-0.033	0.021
Si	70.003	16.009	29.357	0.063	-0.027	0.036
Si	9.707	15.256	28.976	-0.011	-0.062	0.108
Si	6.388	14.985	24.848	0.058	0.079	-0.074
Si	66.271	6.656	26.014	0.075	0.023	-0.104
Si	9.505	7.941	30.272	-0.016	-0.076	0.007
Si	58.698	12.587	24.625	0.012	0.008	-0.135
Si	13.44	19.05	31.147	-0.001	0.015	0.216
Si	68.501	14.106	31.322	-0.088	0.168	0.044
Si	68.136	15.847	27.01	0.025	-0.18	-0.047
Si	11.345	12.867	27.693	-0.075	0.014	-0.152
Si	69.949	6.972	30.733	-0.018	-0.013	0.1
Si	14.226	4.768	25.831	-0.101	-0.085	-0.07
Si	64.167	14.259	28.699	-0.001	-0.045	0.016
Si	67.354	20.002	25.913	0.037	0.087	0.026
Si	9.947	9.106	25.726	-0.015	-0.023	0.005
Si	6.314	12.021	28.923	-0.103	0.005	0.057
Si	68.274	19.427	28.64	-0.079	0.022	0.001
Si	62.579	10.353	23.978	0.01	0.025	-0.117
Si	6.485	19.068	24.141	-0.007	-0.037	-0.193
Si	65.212	10.904	31.29	0.009	0.048	0.187
Si	66.097	13.163	23.811	0.115	0.104	0.004
Si	60.197	4.493	24.354	0.101	0.109	-0.003
Si	13.085	19.812	28.29	-0.117	0.021	-0.081
Si	68.63	11.436	24.554	-0.062	0.038	-0.067
Si	6.71	9.171	30.317	0.081	0.032	0.146
Si	61.235	8.695	30.449	-0.197	0.078	0.152
Si	58.473	18.506	24.437	-0.088	-0.037	-0.018
Si	7.148	12.384	26.026	0.047	0.012	0.063
Si	6.023	20.695	30.583	0.065	-0.028	0.06
Si	4.383	17.08	24.637	-0.056	0.006	-0.085
Si	7.945	13.661	31.098	-0.059	-0.105	0.126
Si	66.646	12.578	29.401	0.025	-0.005	-0.046
Si	63.887	14.005	25.771	-0.039	0.137	0.034
Si	7.009	9.676	24.767	0.129	-0.08	-0.047
Si	67.974	8.422	24.069	-0.046	-0.046	-0.122
Si	64.974	16.37	26.994	0.007	-0.001	0.017
Si	8.235	5.864	23.647	-0.105	-0.045	-0.1
Si	69.271	18.389	30.924	-0.061	-0.069	-0.044
Si	67.512	5.412	30.392	0.011	-0.038	0.186
Si	61.072	14.459	24.71	-0.017	0.059	-0.137
Si	10.778	10.055	28.462	-0.018	-0.137	0.031
Si	65.382	19.19	23.898	0.033	-0.116	-0.129
Si	63.774	7.77	24.443	-0.084	0.021	-0.078
Si	60.92	17.37	26.015	0.015	0.028	-0.077
Si	65.219	6.547	28.878	-0.027	-0.122	-0.125
Si	6.092	19.288	28.055	-0.084	0.032	0.066
Si	7.162	16.379	27.539	-0.153	-0.118	0.079
Si	9.14	6.226	26.248	-0.119	0.08	-0.015
Si	68.881	12.766	27.355	0.02	0.057	0.113
Si	1.396	14.943	5.465	-0.002	-0.005	0.007
Si	4.1	1.316	5.466	0.001	-0.009	0.01
Si	1.386	4.025	5.513	0.009	-0.004	0.006
Si	4.131	6.759	5.491	0.012	-0.002	0.012
Si	1.402	9.493	5.492	-0.012	-0.016	-0.001
Si	4.103	12.211	5.422	0.007	-0.002	-0.002
Si	6.803	14.935	5.405	0.013	0.007	0.002
Si	9.502	1.357	5.404	0.009	-0.005	0.01
Si	6.792	4.07	5.43	-0.005	0.004	0.009
Si	58.488	6.812	5.501	-0.01	-0.003	-0.001
Si	6.793	9.509	5.415	0.002	-0.001	-0.003
Si	58.486	12.236	5.516	0.005	0.003	0
Si	61.237	14.938	5.525	0.003	-0.005	0.008
Si	63.99	1.321	5.517	0.01	-0.003	-0.003
Si	61.199	4.087	5.512	-0.001	0.016	-0.007
Si	63.934	6.761	5.572	0.006	-0.004	0.014
Si	61.202	9.519	5.538	-0.005	0.012	0.004
Si	63.947	12.23	5.536	0.001	-0.002	0.011
Si	2.749	16.291	6.84	-0.003	0.002	-0.003
Si	5.452	2.706	6.808	0.002	0.002	-0.002
Si	2.753	5.41	6.845	-0.005	-0.004	-0.004
Si	5.474	8.151	6.822	0	-0.001	-0.003
Si	2.76	10.869	6.828	-0.006	0.004	-0.008
Si	5.46	13.579	6.787	-0.003	0.001	-0.005
Si	8.151	16.315	6.772	-0.001	0.003	-0.001
Si	59.854	2.713	6.869	-0.005	-0.004	-0.003
Si	57.136	5.46	6.877	-0.004	0.005	0.004
Si	59.837	8.161	6.883	0.005	0.007	-0.005
Si	57.125	10.875	6.864	0.002	-0.005	-0.002
Si	59.863	13.583	6.872	0.002	0.007	0.004
Si	62.598	16.305	6.869	-0.004	0.001	0.001
Si	65.321	2.683	6.889	-0.001	-0.003	-0.002
Si	62.566	5.407	6.904	0.007	-0.004	0
Si	65.313	8.153	6.871	-0.012	0.003	0
Si	62.582	10.868	6.885	-0.003	0	-0.001
Si	65.321	13.599	6.856	-0.009	0.006	-0.004
Si	1.411	17.651	8.225	-0.005	0.003	-0.001
Si	4.116	4.061	8.2	-0.001	0.001	-0.003
Si	66.675	6.778	8.211	-0.005	-0.007	-0.011
Si	4.115	9.51	8.188	0.004	-0.009	-0.005
Si	1.406	12.228	8.199	0	0.002	-0.002
Si	4.119	14.932	8.18	-0.007	-0.002	-0.003
Si	6.816	17.672	8.163	-0.004	-0.009	0.001
Si	58.489	4.076	8.223	0.001	0.005	-0.008
Si	6.831	6.799	8.179	0.012	0.006	0.006
Si	58.479	9.522	8.236	0	-0.009	0.003
Si	6.824	12.235	8.154	0.007	0.001	-0.003
Si	58.494	14.957	8.215	0.009	-0.003	-0.011
Si	61.227	17.672	8.217	0.009	0.016	-0.003
Si	63.945	4.045	8.235	-0.017	-0.014	-0.003
Si	61.211	6.797	8.234	0.001	0	-0.005
Si	63.956	9.511	8.231	0.013	0.011	-0.001
Si	61.217	12.227	8.236	-0.006	-0.015	-0.001
Si	63.956	14.944	8.224	0.006	-0.001	-0.003
Si	65.32	16.301	9.577	0	0.007	0
Si	2.764	2.705	9.571	-0.004	-0.007	-0.001
Si	65.313	5.42	9.574	-0.006	0.003	-0.002
Si	2.759	8.151	9.558	-0.006	0.008	-0.004
Si	65.325	10.876	9.571	-0.011	-0.002	0.002
Si	2.767	13.584	9.556	-0.003	0.001	-0.003
Si	5.469	16.31	9.537	-0.006	0.004	0
Si	57.121	2.718	9.573	0	0.003	-0.001
Si	5.473	5.441	9.545	-0.001	0.005	-0.008
Si	57.118	8.167	9.594	-0.004	0.001	-0.002
Si	5.478	10.88	9.537	-0.003	0.002	0
Si	57.121	13.6	9.569	0.001	0.005	-0.005
Si	59.859	16.314	9.573	0.001	0.002	0.002
Si	62.581	2.698	9.589	0.01	-0.006	0.008
Si	59.849	5.431	9.585	-0.001	-0.003	0.001
Si	62.589	8.149	9.582	-0.001	0.008	0
Si	59.851	10.874	9.589	0.006	0	0.002
Si	62.591	13.587	9.58	-0.006	0	-0.001
Si	66.692	14.943	10.919	-0.008	-0.001	-0.004
Si	4.125	17.666	10.92	-0.003	-0.001	0.005
Si	66.68	4.063	10.931	0	-0.004	0.003
Si	4.122	6.798	10.918	0.002	-0.01	0.004
Si	66.688	9.514	10.926	-0.003	0	-0.001
Si	4.129	12.234	10.917	-0.008	-0.001	0.004
Si	6.833	14.966	10.902	0.003	0.002	-0.001
Si	58.487	17.675	10.926	-0.004	0.007	-0.007
Si	55.75	4.077	10.926	-0.002	0.001	-0.005
Si	58.479	6.791	10.934	-0.004	0.009	-0.005
Si	55.751	9.529	10.942	0.002	-0.006	-0.001
Si	58.483	12.242	10.934	0.003	-0.016	-0.002
Si	61.224	14.95	10.93	0.011	0.003	-0.002
Si	63.953	17.657	10.93	-0.008	0.002	-0.001
Si	61.218	4.068	10.935	0.003	0.003	-0.002
Si	63.953	6.783	10.933	0	-0.006	-0.002
Si	61.224	9.512	10.932	-0.004	-0.005	0.002
Si	63.963	12.231	10.932	0.008	-0.003	0.003
Si	2.769	16.301	12.282	-0.01	0.001	-0.004
Si	5.484	2.722	12.266	0	-0.005	-0.002
Si	2.767	5.431	12.281	-0.011	0.008	-0.002
Si	5.488	8.17	12.267	-0.009	0.003	-0.006
Si	2.772	10.88	12.287	0.003	-0.005	-0.003
Si	5.485	13.603	12.277	-0.003	0.002	0.005
Si	8.186	16.347	12.258	0.005	0.004	-0.003
Si	59.852	2.706	12.285	0.001	0.001	0.006
Si	57.11	5.431	12.285	0	-0.005	0.001
Si	59.852	8.149	12.274	0.008	-0.002	-0.004
Si	57.118	10.887	12.293	-0.006	0	0
Si	59.854	13.599	12.287	-0.005	0.002	0.001
Si	62.598	16.297	12.289	0.004	0.005	0.002
Si	65.314	2.695	12.282	-0.017	-0.016	0
Si	62.586	5.423	12.289	0.001	0.005	0.007
Si	65.326	8.146	12.279	-0.002	0.007	-0.004
Si	62.595	10.872	12.284	0.001	0.002	0.002
Si	65.334	13.592	12.281	0.014	0.016	0
Si	66.672	17.647	13.634	0.004	0.009	-0.002
Si	4.131	4.071	13.639	-0.002	-0.005	0.003
Si	66.689	6.789	13.642	0.009	-0.012	0.007
Si	4.141	9.528	13.645	-0.006	0.003	0.008
Si	66.704	12.253	13.648	-0.016	-0.007	0.003
Si	4.136	14.96	13.654	-0.013	0.003	0.009
Si	6.837	17.701	13.643	-0.003	0.005	0.002
Si	58.481	4.067	13.633	-0.007	0.008	0
Si	6.856	6.825	13.628	0.003	-0.005	0.009
Si	58.489	9.509	13.623	0.01	-0.011	-0.004
Si	6.841	12.242	13.638	0.014	-0.005	0.011
Si	9.556	14.993	13.606	-0.004	0	0.001
Si	61.223	17.655	13.629	0.009	-0.011	-0.002
Si	63.949	4.049	13.637	0.006	0.002	0.001
Si	61.209	6.788	13.629	-0.011	0.007	-0.001
Si	63.966	9.509	13.63	0.004	-0.01	0.006
Si	61.229	12.238	13.634	0.005	-0.004	0.006
Si	63.979	14.946	13.644	-0.007	-0.005	0
Si	65.343	16.282	15.028	0.005	0	0.01
Si	2.755	2.688	14.973	-0.003	-0.013	-0.004
Si	65.323	5.407	14.98	-0.013	-0.009	0.002
Si	2.784	8.155	14.993	-0.007	-0.004	-0.005
Si	65.33	10.885	14.976	0.011	0.002	0
Si	2.793	13.598	15.034	0.001	0.009	0.002
Si	5.485	16.336	15.016	0.009	0.016	-0.004
Si	8.194	2.756	15	-0.008	-0.007	-0.007
Si	5.504	5.446	14.984	-0.01	0.002	0.004
Si	8.218	8.224	14.965	0	0.006	0.002
Si	5.486	10.891	15.03	-0.007	-0.005	0
Si	8.212	13.622	14.967	0.005	0.001	-0.005
Si	59.87	16.307	15.001	-0.003	-0.003	0.001
Si	62.587	2.676	14.99	-0.009	0.005	-0.001
Si	59.846	5.422	14.984	0.011	0.008	0.006
Si	62.582	8.15	14.967	0.006	-0.002	0.004
Si	59.856	10.87	14.971	0	0.003	0.002
Si	62.609	13.592	14.987	0.001	-0.001	0.008
Si	18.036	14.769	0.056	-0.196	0.067	0.722
Si	26.329	6.96	33.287	-0.092	0.112	0.672
Si	22.961	10.283	33.256	0.118	-0.204	0.777
Si	26.291	12.328	33.283	-0.147	0.158	0.719
Si	23.228	15.756	33.146	0.107	-0.357	0.661
Si	20.164	12.553	0.283	0.003	-0.088	0.706
Si	22.75	15.148	0.126	0.161	-0.011	0.697
Si	25.908	1.064	0.003	-0.094	0.24	0.676
Si	22.837	4.287	0.048	0.226	-0.082	0.764
Si	31.305	12.935	33.195	0.113	-0.13	0.693
Si	29	15.074	33.204	-0.115	0.161	0.749
Si	15.357	17.782	33.267	-0.2	0.153	0.792
Si	17.535	21.01	33.099	0.249	-0.228	0.737
Si	14.577	1.59	0.011	0.197	-0.075	0.741
Si	12.406	3.836	0.079	-0.169	0.096	0.771
Si	20.635	12.418	33.206	-0.037	0.292	0.706
Si	17.629	15.63	33.287	0.146	-0.118	0.809
Si	15.3	12.111	0.125	-0.19	0.022	0.719
Si	19.089	16.374	1.363	0.002	0.007	-0.07
Si	21.714	2.725	1.357	0.006	0.001	-0.041
Si	18.958	5.473	1.274	0.003	-0.02	-0.06
Si	21.756	8.135	1.247	0.013	-0.004	-0.061
Si	18.986	10.922	1.417	-0.01	-0.007	-0.037
Si	21.667	13.71	1.575	0.012	0.02	-0.029
Si	24.4	16.263	1.358	-0.025	-0.003	-0.036
Si	10.827	2.674	1.355	0.005	-0.019	-0.041
Si	24.497	5.486	1.198	-0.011	0.016	-0.065
Si	10.828	8.198	1.285	-0.023	0.011	-0.058
Si	24.445	10.844	1.263	0.024	0.004	-0.033
Si	10.83	13.594	1.217	-0.008	-0.006	-0.048
Si	13.468	16.27	1.231	-0.022	-0.016	-0.06
Si	16.242	2.758	1.219	-0.019	0.015	-0.077
Si	13.54	5.441	1.353	0.009	-0.015	-0.044
Si	16.3	8.234	1.04	0.007	0.019	-0.031
Si	13.584	10.952	1.258	-0.004	0.004	-0.038
Si	16.416	13.673	1.405	0.037	0.001	-0.051
Si	17.622	1.415	2.597	-0.007	0.019	0.009
Si	20.285	4.069	2.652	0.011	0.022	0.014
Si	17.62	6.911	2.556	-0.024	-0.004	0.012
Si	20.402	9.508	2.625	0.008	-0.007	-0.006
Si	17.673	12.282	2.804	0.009	0.006	0.03
Si	20.342	15.076	2.872	-0.03	0.002	0.044
Si	23.112	1.393	2.699	-0.005	-0.004	0.018
Si	25.838	4.103	2.566	-0.015	-0.017	0.01
Si	23.12	6.796	2.63	0.012	0.001	0.038
Si	25.824	9.537	2.662	-0.003	-0.001	0.017
Si	23.113	12.228	2.659	0.027	-0.013	-0.002
Si	9.479	14.88	2.679	0.017	-0.009	0.017
Si	12.183	1.303	2.697	0.025	0.006	0.031
Si	14.927	4.086	2.678	0	-0.019	0.041
Si	12.175	6.826	2.645	0.001	0.01	-0.001
Si	14.946	9.522	2.55	0.021	-0.011	0.006
Si	12.233	12.309	2.624	-0.011	-0.003	0.027
Si	14.908	14.998	2.615	-0.016	0.006	0.024
Si	16.262	16.373	3.973	0.018	-0.008	0.002
Si	18.956	2.736	4.027	0.01	-0.012	0.009
Si	16.296	5.506	3.964	0.017	-0.017	-0.012
Si	19.002	8.187	3.976	-0.011	0.002	0.008
Si	16.251	10.875	4.016	-0.011	0.014	-0.018
Si	19.009	13.644	4.149	0.001	0.003	0.001
Si	21.765	16.408	4.122	0.005	-0.007	-0.001
Si	24.487	2.768	3.989	0.014	-0.008	0.001
Si	21.712	5.44	3.965	0.013	0.002	-0.021
Si	24.462	8.161	4.007	0.009	-0.009	-0.017
Si	21.743	10.874	4.002	-0.014	0.003	0.007
Si	24.475	13.569	4.023	0.005	0.011	0.013
Si	10.822	16.278	4.044	-0.001	0.008	-0.006
Si	13.557	2.71	4.021	0.005	-0.001	-0.018
Si	10.821	5.452	3.996	-0.004	-0.001	0.001
Si	13.584	8.184	3.962	0.015	0.012	-0.003
Si	10.868	10.913	3.991	-0.012	0.003	-0.017
Si	13.579	13.637	4.013	-0.007	0.004	-0.001
Si	17.677	15.004	16.32	-0.002	0.005	-0.002
Si	20.374	17.74	16.25	0.014	0.002	-0.001
Si	17.733	4.145	16.262	0.009	0.006	-0.004
Si	20.404	6.84	16.177	0.009	0	-0.009
Si	17.689	9.616	16.233	-0.001	0	-0.002
Si	20.372	12.32	16.241	0.002	-0.009	-0.02
Si	23.098	15.004	16.186	0.009	0	-0.002
Si	9.55	17.711	16.35	-0.001	-0.017	0.005
Si	23.115	4.071	16.206	-0.002	0.007	0.001
Si	9.56	6.889	16.344	0.014	-0.01	0.009
Si	23.11	9.55	16.172	0.003	-0.004	-0.023
Si	9.59	12.299	16.336	-0.009	0.003	-0.006
Si	12.294	15.029	16.328	0.005	0.006	-0.013
Si	15.012	17.718	16.28	-0.006	-0.005	-0.006
Si	12.323	4.156	16.256	0.009	0.002	-0.009
Si	15.044	6.894	16.297	0.018	0.002	-0.003
Si	12.317	9.615	16.339	0.008	0.009	-0.005
Si	14.994	12.314	16.326	0.008	-0.001	-0.001
Si	19.068	16.361	17.653	-0.001	-0.018	-0.007
Si	21.711	19.118	17.605	-0.025	0.012	0.034
Si	19.096	5.53	17.61	0.009	-0.011	0.004
Si	21.759	8.183	17.516	-0.006	-0.005	0.017
Si	18.981	11.01	17.605	-0.004	0.035	0.007
Si	21.719	13.713	17.571	-0.017	0.012	-0.005
Si	24.479	16.28	17.58	0.01	-0.006	0.029
Si	10.955	19.138	17.596	0.006	-0.003	-0.033
Si	24.503	5.419	17.53	0.017	-0.013	-0.008
Si	10.956	8.256	17.677	-0.005	0.004	0.011
Si	24.451	10.96	17.475	0.003	-0.004	0.012
Si	10.964	13.655	17.696	-0.008	0.01	-0.008
Si	13.662	16.394	17.683	0.002	-0.008	0.001
Si	16.41	19.068	17.602	-0.013	0.004	-0.015
Si	13.703	5.501	17.615	-0.011	0.004	0.012
Si	16.412	8.277	17.661	0.011	-0.011	-0.006
Si	13.672	10.979	17.74	-0.021	-0.002	0.006
Si	16.316	13.671	17.733	0.001	0	0.021
Si	17.744	17.734	19.013	-0.007	0.024	0.003
Si	20.432	4.234	19.046	0.047	-0.029	-0.038
Si	17.835	6.951	18.997	0	0.013	-0.011
Si	20.406	9.618	18.798	-0.016	0.003	-0.043
Si	17.686	12.339	19.127	0.003	-0.024	-0.035
Si	20.396	15.011	19.058	0.023	-0.015	-0.01
Si	23.047	17.647	18.843	-0.014	-0.015	-0.041
Si	9.662	4.212	18.954	0.044	0.029	-0.039
Si	23.111	6.761	18.826	-0.029	-0.014	-0.032
Si	9.615	9.647	19.045	0.021	-0.008	-0.036
Si	23.113	12.355	18.833	0.019	0.007	-0.018
Si	25.88	14.909	18.948	-0.03	0.027	-0.029
Si	12.328	17.847	18.963	0.001	0.012	-0.035
Si	15.118	4.151	18.935	0.006	0.007	-0.026
Si	12.374	6.887	18.964	-0.008	-0.009	-0.05
Si	15.092	9.635	19.065	0.027	0.003	0.002
Si	12.322	12.363	19.123	0.024	0.005	-0.005
Si	14.951	15.032	19.125	-0.001	-0.032	-0.033
Si	16.388	16.417	20.405	-0.017	0.009	0.064
Si	19.085	19.112	20.361	0.018	0.032	0.048
Si	16.496	5.526	20.261	-0.014	-0.011	0.067
Si	19.222	8.342	20.338	0.004	-0.027	0.064
Si	16.349	10.967	20.562	0.011	0.042	0.047
Si	19.066	13.714	20.521	-0.036	0	0.068
Si	21.794	16.355	20.374	-0.008	0.016	0.07
Si	24.372	19.039	20.122	-0.012	0.014	0.072
Si	21.845	5.6	20.443	-0.037	-0.027	0.028
Si	24.515	8.222	19.918	0.005	-0.016	0.012
Si	21.714	11.016	20.103	-0.043	0.016	0.025
Si	24.513	13.522	20.297	0.012	-0.002	0.053
Si	10.975	16.503	20.307	-0.017	-0.013	0.034
Si	13.723	19.192	20.306	0.005	-0.008	0.046
Si	11.021	5.561	20.352	-0.011	-0.015	0.054
Si	13.782	8.205	20.339	-0.025	-0.034	0.042
Si	11	10.98	20.455	-0.024	-0.002	0.06
Si	13.547	13.737	20.611	0.001	0.054	0.058
Si	17.422	14.866	21.838	0.368	0.182	-0.707
Si	20.683	18.003	21.655	-0.034	-0.173	-0.722
Si	17.88	4.296	21.696	-0.072	-0.172	-0.747
Si	21.005	7.491	21.665	-0.154	-0.264	-0.765
Si	18.065	9.835	21.751	-0.201	-0.145	-0.785
Si	20.276	12.043	21.665	0.063	0.226	-0.739
Si	23.436	15.138	21.568	-0.26	-0.094	-0.711
Si	9.334	17.705	21.417	0.184	0.047	-0.692
Si	22.948	3.851	21.595	0.057	0.193	-0.727
Si	9.961	7.235	21.592	-0.185	-0.217	-0.818
Si	23.174	9.607	21.176	0.01	0.026	-0.555
Si	25.334	11.759	21.693	0.17	0.166	-0.784
Si	12.434	15.513	21.829	-0.242	-0.413	-0.61
Si	14.803	17.606	21.637	0.266	0.263	-0.788
Si	12.684	4.508	21.612	-0.074	-0.051	-0.739
Si	14.981	6.641	21.624	0.091	0.166	-0.696
Si	12.235	9.378	21.61	0.161	0.15	-0.71
Si	15.171	12.589	21.896	-0.234	-0.329	-0.708
Si	20.596	20.3	25.74	0.083	-0.031	0.011
Si	24.772	15.634	30.28	0.08	0.082	0.198
Si	12.839	9.653	24.57	-0.023	0.025	-0.116
Si	24.345	6.884	26.061	0.056	0.028	0.027
Si	29.862	7.243	28.513	-0.007	0.039	-0.037
Si	20.371	16.076	29.324	-0.044	0.119	-0.025
Si	25.955	12.972	30.283	0.064	-0.107	0.085
Si	21.737	13.82	23.735	0.112	0.016	-0.063
Si	18.599	5.066	27.505	0.056	-0.096	-0.048
Si	25.748	7.991	30.356	-0.082	-0.041	0.153
Si	10.086	13.011	24.989	0.161	-0.118	-0.19
Si	29.634	19.054	31.16	-0.067	-0.112	0.077
Si	19.057	13.984	30.974	-0.031	-0.141	0.083
Si	17.712	17.505	28.61	-0.019	0.089	0.083
Si	28.564	12.694	28.978	-0.041	-0.06	0.008
Si	21.098	7.079	30.437	0.095	-0.065	0.07
Si	30.391	17.314	24.948	0.145	-0.009	-0.015
Si	14.361	13.596	27.55	0.066	-0.188	-0.037
Si	18.088	19.128	25.963	-0.118	0.108	-0.059
Si	28.146	4.796	27.325	0.023	-0.036	0.065
Si	22.47	11.014	27.934	-0.076	-0.041	-0.061
Si	18.269	19.968	30.113	-0.09	0.006	0.19
Si	14.893	11.894	24.978	0.009	0.004	-0.117
Si	22.741	18.128	25.601	-0.038	0.031	-0.108
Si	16.208	10.903	31.194	-0.067	0.052	0.175
Si	11.074	15.882	24.73	0.229	0.124	-0.159
Si	12.008	19.904	24.524	0.038	0.093	0.018
Si	30.552	19.674	28.449	-0.047	0.014	-0.097
Si	19.903	10.283	26.656	0.043	-0.057	0.044
Si	23.132	9.424	30.378	0.05	-0.018	0.069
Si	13.924	8.7	31.234	-0.018	0.065	0.115
Si	9.544	18.536	24.241	-0.024	0.015	-0.112
Si	23.392	13.476	26.271	-0.105	-0.045	-0.043
Si	23.048	21.046	30.401	-0.042	0.095	0.063
Si	20.35	16.483	24.264	0.075	0.092	0.005
Si	27.459	16.926	31.245	0.007	-0.007	-0.044
Si	16.973	12.609	28.94	-0.005	0.106	0.051
Si	17.768	12.236	25.9	-0.178	0.118	-0.031
Si	22	8.556	26.465	-0.094	0.121	-0.014
Si	19.445	6.078	23.701	-0.135	-0.067	-0.01
Si	15.526	16.264	26.937	0.086	-0.043	-0.118
Si	24.826	5.37	23.524	-0.117	0.044	-0.206
Si	20.977	18.858	30.597	-0.01	0.017	0.145
Si	19.619	7.741	28.021	0.007	0.139	0.024
Si	11.094	5.888	28.44	0.065	0.109	0.112
Si	26.762	10.42	29.037	0.073	0.096	-0.029
Si	16.039	19.266	23.939	-0.014	0.063	-0.169
Si	16.915	7.839	23.894	0.034	-0.068	-0.18
Si	13.005	17.657	26.169	-0.108	-0.053	0.058
Si	14.746	7.799	25.838	-0.038	0.095	-0.066
Si	25.443	5.552	28.63	0.067	-0.027	-0.01
Si	22.948	16.134	27.843	0.007	-0.069	0.014
Si	26.127	9.473	26.043	-0.035	0.101	0.004
Si	17.841	15.248	24.938	-0.031	-0.031	-0.058
Si	17.596	15.017	5.397	-0.013	0.005	0.01
Si	20.346	1.423	5.413	0.001	0.01	0.012
Si	17.63	4.139	5.358	-0.023	0.005	0.011
Si	20.361	6.813	5.331	-0.001	0	0.003
Si	17.648	9.537	5.358	0.014	0.008	0.001
Si	20.402	12.241	5.397	0.014	0.011	0.005
Si	23.121	14.964	5.38	0.004	-0.002	0
Si	25.806	1.367	5.358	0.002	-0.003	-0.001
Si	23.087	4.102	5.339	-0.011	0.003	-0.002
Si	9.487	6.797	5.393	-0.005	-0.001	0.007
Si	23.099	9.521	5.363	0.012	0.002	-0.007
Si	9.516	12.225	5.406	0.009	-0.007	0.004
Si	12.217	14.967	5.4	0.004	-0.002	0.009
Si	14.929	1.387	5.384	-0.006	0.004	0.013
Si	12.195	4.092	5.359	-0.004	-0.011	-0.001
Si	14.925	6.828	5.346	0.008	-0.005	-0.002
Si	12.229	9.543	5.344	0.004	0.008	0.003
Si	14.908	12.251	5.374	0.015	-0.004	0.012
Si	18.986	16.361	6.744	0.003	0	-0.004
Si	21.731	2.771	6.737	-0.004	-0.007	0.001
Si	19.011	5.472	6.719	0.007	-0.012	-0.005
Si	21.719	8.171	6.705	0.002	0.005	-0.006
Si	19.008	10.894	6.727	-0.007	0.004	0.002
Si	21.753	13.613	6.739	0.004	-0.017	0.003
Si	24.462	16.335	6.733	-0.001	0.003	0
Si	10.865	2.731	6.753	-0.005	-0.002	-0.005
Si	8.154	5.441	6.783	-0.007	0.001	-0.005
Si	10.87	8.177	6.722	-0.001	-0.002	-0.008
Si	8.163	10.867	6.774	-0.001	-0.002	-0.001
Si	10.864	13.605	6.764	0.001	0.002	-0.002
Si	13.575	16.343	6.749	0.001	-0.002	0.002
Si	16.28	2.769	6.728	0.008	0.004	-0.003
Si	13.566	5.462	6.713	0.003	0.001	-0.002
Si	16.29	8.178	6.719	-0.003	0.004	-0.005
Si	13.56	10.898	6.742	-0.002	0.002	-0.008
Si	16.262	13.625	6.738	-0.006	0.006	0
Si	17.64	17.731	8.096	0.004	0.005	-0.006
Si	20.371	4.125	8.089	0.016	0.016	-0.003
Si	17.65	6.828	8.085	0.003	0	-0.006
Si	20.37	9.534	8.079	0	-0.001	-0.008
Si	17.649	12.27	8.077	0.006	0.004	0.001
Si	20.365	14.982	8.07	-0.002	-0.005	-0.005
Si	23.086	17.698	8.072	-0.009	-0.012	-0.007
Si	9.521	4.086	8.137	0	-0.006	-0.002
Si	23.091	6.818	8.06	-0.003	-0.007	-0.004
Si	9.53	9.519	8.128	0.001	0.008	0.003
Si	23.111	12.248	8.082	0.008	0.015	-0.004
Si	9.521	14.973	8.137	0.008	0.004	-0.003
Si	12.228	17.706	8.121	0.007	0.009	0
Si	14.923	4.117	8.096	0.004	-0.009	0.002
Si	12.226	6.823	8.095	0.002	0.002	-0.006
Si	14.939	9.543	8.087	0.007	0.004	-0.003
Si	12.221	12.254	8.124	-0.011	-0.006	0.003
Si	14.924	14.985	8.113	-0.007	-0.013	-0.001
Si	16.29	16.36	9.456	0.002	0	-0.003
Si	19.013	2.762	9.444	0.01	-0.002	-0.002
Si	16.293	5.474	9.454	-0.002	-0.006	0.001
Si	19.01	8.189	9.445	-0.001	-0.002	0.005
Si	16.295	10.912	9.444	-0.005	0	0.001
Si	19.008	13.63	9.435	0.003	0.002	0.005
Si	21.724	16.341	9.427	-0.003	0.009	0.004
Si	8.175	2.729	9.515	0.005	0.003	-0.006
Si	21.736	5.477	9.437	-0.004	0.001	0.003
Si	8.194	8.168	9.522	0.001	-0.014	-0.006
Si	21.732	10.9	9.433	0.008	0	0.005
Si	8.175	13.613	9.513	0.002	0.002	-0.004
Si	10.878	16.346	9.494	-0.002	0.001	-0.003
Si	13.584	2.756	9.478	-0.004	-0.004	-0.002
Si	10.886	5.463	9.484	-0.004	0.002	-0.003
Si	13.587	8.187	9.459	-0.001	0	-0.006
Si	10.873	10.897	9.492	-0.001	-0.001	-0.003
Si	13.578	13.626	9.478	-0.003	0.007	0.001
Si	17.661	15	10.802	0.006	0	0.003
Si	20.374	17.709	10.786	0.001	-0.006	0.001
Si	17.663	4.119	10.81	0.005	-0.006	0.001
Si	20.379	6.836	10.798	0.015	-0.003	0.003
Si	17.658	9.559	10.804	0.006	0.004	-0.003
Si	20.373	12.274	10.789	-0.006	-0.004	0.003
Si	23.089	14.976	10.775	0.007	0.007	-0.007
Si	9.536	17.704	10.881	-0.002	-0.002	0
Si	6.837	4.087	10.9	-0.004	0	0.005
Si	9.554	6.816	10.88	0.006	0.002	0.005
Si	6.842	9.526	10.894	0.02	0	0.002
Si	9.536	12.262	10.873	-0.001	-0.003	0.001
Si	12.241	14.991	10.852	0.003	-0.006	0.003
Si	14.946	17.718	10.834	-0.002	0.01	0.003
Si	12.244	4.118	10.859	0.004	0.001	0.003
Si	14.946	6.837	10.826	0.004	0.011	0.002
Si	12.248	9.55	10.84	-0.008	0.007	-0.004
Si	14.952	12.273	10.822	0.002	0.001	-0.002
Si	19.021	16.362	12.158	0.009	0.011	0.004
Si	21.74	2.749	12.13	0.01	0.006	-0.002
Si	19.028	5.48	12.162	0.002	0.005	0.007
Si	21.738	8.193	12.155	-0.009	0.01	0.004
Si	19.014	10.928	12.158	-0.002	-0.005	0.007
Si	21.727	13.637	12.151	0.004	-0.004	0.012
Si	24.454	16.339	12.117	0.004	0	-0.002
Si	10.895	2.758	12.236	-0.006	-0.001	-0.004
Si	8.198	5.461	12.253	0.005	0.001	-0.004
Si	10.913	8.197	12.226	0.008	0.004	-0.003
Si	8.193	10.902	12.25	-0.006	-0.001	-0.005
Si	10.897	13.634	12.227	-0.004	0.009	0.002
Si	13.602	16.356	12.209	-0.007	-0.005	-0.002
Si	16.315	2.762	12.181	0.002	-0.007	-0.003
Si	13.606	5.487	12.217	-0.003	-0.007	0.004
Si	16.307	8.208	12.176	-0.008	-0.008	0.001
Si	13.6	10.925	12.196	-0.005	-0.011	-0.003
Si	16.309	13.644	12.171	-0.006	0	-0.001
Si	17.674	17.718	13.533	-0.001	0.006	0.003
Si	20.397	4.108	13.5	0.015	-0.016	0.002
Si	17.679	6.853	13.522	0.004	0.004	0.001
Si	20.381	9.57	13.503	0.011	-0.003	0.002
Si	17.669	12.297	13.532	0.003	0.001	-0.001
Si	20.378	15.012	13.522	-0.013	0.008	0.009
Si	23.098	17.702	13.474	-0.002	0.002	-0.006
Si	9.554	4.114	13.625	-0.001	0.001	0.008
Si	23.109	6.819	13.487	0.006	-0.007	-0.005
Si	9.578	9.566	13.6	0.003	-0.003	-0.002
Si	23.087	12.264	13.492	0.011	-0.009	0.006
Si	25.813	14.98	13.468	-0.015	0.009	-0.001
Si	12.26	17.718	13.586	0.011	-0.003	0.005
Si	14.989	4.133	13.56	0.005	-0.003	0.003
Si	12.273	6.862	13.601	-0.004	0.011	0.009
Si	14.965	9.577	13.549	-0.002	0.012	-0.003
Si	12.272	12.293	13.585	-0.001	0.001	0.004
Si	14.974	14.999	13.56	0.01	-0.002	0.005
Si	16.344	16.352	14.916	-0.005	0.003	0
Si	19.038	2.767	14.872	-0.003	-0.003	0.007
Si	16.355	5.504	14.916	-0.004	-0.004	0.004
Si	19.029	8.226	14.869	-0.005	0.008	0.006
Si	16.306	10.956	14.903	-0.001	-0.009	0.001
Si	19.013	13.67	14.894	0.001	-0.007	0.01
Si	21.739	16.388	14.866	0.008	0.01	0.011
Si	24.458	2.706	14.847	-0.002	-0.008	0.01
Si	21.767	5.458	14.851	-0.002	-0.001	0.004
Si	24.472	8.179	14.833	-0.006	0.001	0.008
Si	21.722	10.932	14.871	-0.009	0.001	0.012
Si	24.449	13.638	14.821	-0.004	0.005	0.005
Si	10.91	16.364	14.969	-0.014	0.003	0.001
Si	13.649	2.759	14.916	-0.002	-0.002	-0.003
Si	10.908	5.511	14.963	-0.003	0	-0.002
Si	13.646	8.235	14.955	-0.004	0	0.012
Si	10.936	10.936	14.964	-0.003	-0.002	0.005
Si	13.63	13.658	14.952	-0.001	-0.002	0
Si	40.077	20.467	33.224	-0.292	0.251	0.709
Si	42.883	6.919	33.193	-0.339	0.143	0.697
Si	33.679	4.393	0.05	0.155	-0.178	0.726
Si	37.047	6.503	0.249	-0.174	0.116	0.783
Si	33.775	9.545	0.321	0.228	0.001	0.67
Si	36.587	12.36	0.163	0.129	-0.221	0.73
Si	39.278	15.024	0.04	0.215	-0.109	0.736
Si	48.273	6.652	33.194	-0.048	0.183	0.671
Si	39.304	4.34	0.046	0.189	-0.177	0.713
Si	41.921	7.131	0.092	0.087	-0.102	0.716
Si	39.612	9.244	0.091	-0.106	0.204	0.718
Si	31.671	17.785	33.215	-0.114	0.187	0.713
Si	33.982	21.127	33.242	0.104	-0.267	0.68
Si	31.09	1.487	0.199	0.078	-0.006	0.66
Si	34.458	9.418	33.169	-0.134	0.266	0.716
Si	31.518	6.635	0.233	-0.235	-0.021	0.679
Si	34.005	15.675	33.225	0.125	-0.205	0.766
Si	37.316	17.664	33.26	-0.203	0.323	0.698
Si	35.471	16.351	1.163	0.038	-0.006	-0.078
Si	38.218	2.677	1.307	-0.01	0.024	-0.057
Si	35.363	5.369	1.386	-0.011	0.01	-0.027
Si	38.163	8.096	1.52	0.002	0.009	-0.047
Si	35.41	10.79	1.438	-0.015	0.025	-0.031
Si	38.112	13.569	1.445	-0.015	0.012	-0.042
Si	40.921	16.205	1.279	-0.029	0.013	-0.051
Si	27.153	2.641	1.261	-0.003	0.008	-0.067
Si	40.863	5.473	1.377	-0.01	0.014	-0.092
Si	27.192	8.238	1.239	-0.009	0.015	-0.065
Si	40.807	10.854	1.356	0.014	-0.014	-0.052
Si	27.189	13.602	1.155	0.007	-0.009	-0.04
Si	29.846	16.296	1.424	-0.045	0	-0.057
Si	32.634	2.76	1.379	-0.012	0.016	-0.045
Si	29.839	5.333	1.199	-0.002	-0.017	-0.052
Si	32.612	8.091	1.666	-0.008	-0.029	-0.023
Si	29.935	10.905	1.282	-0.015	-0.009	-0.053
Si	32.701	13.577	1.186	0.014	-0.018	-0.062
Si	34.068	1.337	2.587	0.016	-0.018	-0.009
Si	36.752	3.966	2.681	0.03	0.012	0.009
Si	34.088	6.74	2.837	0.003	-0.039	0.022
Si	36.776	9.476	2.797	-0.008	-0.009	0.009
Si	34.012	12.242	2.684	-0.016	0.002	0.029
Si	36.739	15.007	2.69	-0.03	0.005	0.033
Si	39.593	1.327	2.646	-0.012	-0.01	0.022
Si	42.244	4.031	2.605	0.02	-0.01	0.012
Si	39.528	6.748	2.838	0.008	0.002	0.043
Si	42.174	9.536	2.771	-0.005	0.019	0.042
Si	39.489	12.214	2.75	0.016	-0.009	0.001
Si	25.815	14.889	2.625	0.017	-0.012	0.022
Si	28.486	1.348	2.733	-0.002	0.023	0.031
Si	31.22	4.085	2.7	-0.022	0.016	0.035
Si	28.525	6.779	2.549	0.017	0.024	0.01
Si	31.18	9.532	2.774	-0.002	0.04	0.023
Si	28.576	12.305	2.595	-0.018	-0.001	0.026
Si	31.312	14.896	2.6	0.024	-0.023	0.007
Si	32.674	16.293	3.942	-0.004	0.012	0.007
Si	35.387	2.644	4.042	-0.004	0.006	0.012
Si	32.626	5.396	4.081	-0.02	-0.004	-0.015
Si	35.42	8.129	4.151	0.001	-0.009	0.018
Si	32.626	10.893	4.049	0.028	0.01	-0.014
Si	35.374	13.617	4.037	0.006	-0.009	-0.013
Si	38.156	16.33	4.024	0.003	-0.012	-0.008
Si	40.89	2.711	4.032	-0.002	-0.003	-0.001
Si	38.094	5.363	4.072	-0.012	0.002	-0.009
Si	40.861	8.152	4.15	0.01	-0.002	-0.009
Si	38.13	10.863	4.112	0.005	-0.006	0.003
Si	40.797	13.57	4.157	-0.004	-0.013	0.01
Si	27.134	16.276	4.024	0.011	-0.001	0.009
Si	29.887	2.708	4.05	-0.009	0.012	-0.004
Si	27.179	5.451	3.954	0.004	-0.001	0.008
Si	29.841	8.108	4.026	-0.025	-0.011	0.014
Si	27.207	10.918	3.971	-0.001	-0.006	-0.007
Si	29.939	13.598	4.003	-0.014	0.004	0.012
Si	33.952	14.928	16.233	0	0.013	-0.001
Si	36.664	17.646	16.244	0.001	0.008	-0.007
Si	33.976	4.041	16.247	-0.001	-0.001	0.003
Si	36.671	6.742	16.242	-0.012	-0.002	-0.016
Si	33.957	9.478	16.21	0.005	0.002	-0.003
Si	36.687	12.187	16.278	0.004	0.002	-0.007
Si	39.421	14.877	16.305	0.005	0.013	0
Si	25.814	17.665	16.216	0.004	-0.017	0.005
Si	39.386	4.034	16.315	-0.021	0.017	-0.005
Si	25.83	6.804	16.179	0.007	0.003	-0.013
Si	39.38	9.459	16.284	-0.004	-0.003	0.001
Si	25.83	12.286	16.151	-0.009	0.006	-0.011
Si	28.531	14.955	16.205	0.003	-0.014	-0.01
Si	31.253	17.647	16.2	-0.007	-0.003	-0.008
Si	28.524	4.08	16.174	-0.01	0.003	-0.018
Si	31.216	6.776	16.192	-0.015	0.01	-0.002
Si	28.561	9.509	16.186	0.005	-0.002	-0.005
Si	31.209	12.167	16.198	-0.006	-0.018	-0.01
Si	35.328	16.271	17.599	-0.005	-0.007	-0.011
Si	37.948	19.031	17.635	-0.007	0.012	0.024
Si	35.317	5.41	17.622	0.032	-0.002	0.016
Si	38.024	8.053	17.631	0.011	0.004	-0.002
Si	35.341	10.778	17.595	-0.011	0.001	0.007
Si	38.044	13.525	17.67	0.001	-0.02	0.01
Si	40.767	16.218	17.684	-0.002	-0.001	0.002
Si	27.168	19.061	17.533	0.025	0.004	-0.016
Si	40.724	5.387	17.703	0.005	0.018	-0.005
Si	27.232	8.127	17.516	0.015	-0.006	0.022
Si	40.716	10.883	17.586	-0.006	-0.001	0.001
Si	27.197	13.577	17.562	0.01	0.01	0.004
Si	29.873	16.323	17.56	0.015	0.006	0.012
Si	32.614	18.975	17.571	-0.001	0.009	-0.006
Si	29.873	5.404	17.555	-0.012	0.008	0.019
Si	32.52	8.178	17.535	0.001	0.002	-0.008
Si	29.839	10.867	17.628	-0.021	0.018	0.005
Si	32.58	13.509	17.509	0.004	-0.003	0.007
Si	33.98	17.633	18.946	0.009	0.005	-0.023
Si	36.632	4.082	19.09	0.026	-0.01	-0.019
Si	33.869	6.811	18.833	0.008	-0.005	-0.023
Si	36.687	9.4	18.989	-0.015	0.005	-0.021
Si	33.924	12.135	18.865	-0.01	0.008	-0.056
Si	36.634	14.879	18.983	0.003	0.004	-0.015
Si	39.27	17.569	18.89	-0.04	-0.01	-0.022
Si	25.854	4.085	18.939	-0.001	0.02	0.009
Si	39.31	6.693	19.073	-0.049	-0.032	0.004
Si	25.882	9.604	18.719	0.04	0.02	-0.049
Si	39.371	12.144	19.065	0.006	-0.009	-0.009
Si	42.154	14.886	19.097	-0.025	0.016	-0.011
Si	28.532	17.75	18.9	-0.007	0.016	-0.012
Si	31.228	4.012	18.886	-0.016	-0.007	-0.022
Si	28.516	6.728	18.953	-0.005	0.002	-0.011
Si	31.177	9.487	18.976	0.005	-0.025	-0.008
Si	28.465	12.223	19.024	0.004	-0.017	-0.017
Si	31.18	14.837	18.828	-0.028	-0.011	-0.041
Si	32.652	16.099	20.092	0.033	-0.014	0.026
Si	35.179	19.05	20.412	-0.009	0.021	0.029
Si	32.537	5.448	20.162	-0.01	0.003	0.059
Si	35.178	8.099	20.249	0.004	0.017	0.029
Si	32.532	10.878	20.283	0.023	0.01	0.053
Si	35.306	13.414	20.248	0.009	-0.005	0.056
Si	37.918	16.283	20.347	0.018	0.008	0.061
Si	40.614	18.906	20.213	-0.019	-0.004	0.059
Si	37.998	5.38	20.618	-0.022	-0.027	0.05
Si	40.79	8.155	20.119	-0.003	0.005	0.042
Si	38.062	10.676	20.431	0.039	-0.001	0.032
Si	40.762	13.498	20.424	0.003	-0.025	0.054
Si	27.185	16.399	20.238	-0.011	-0.019	0.029
Si	29.913	19.031	20.335	0.015	-0.007	0.038
Si	27.192	5.371	20.41	0.007	-0.006	0.039
Si	29.846	8.104	20.342	-0.011	-0.025	0.054
Si	27.061	10.833	20.336	0.005	0.013	0.108
Si	29.818	13.619	20.348	0.004	0.003	0.06
Si	33.736	14.56	21.512	0.09	0.095	-0.746
Si	36.748	17.881	21.685	-0.093	-0.165	-0.698
Si	33.913	4.335	21.658	-0.045	-0.308	-0.635
Si	36.174	6.541	21.671	0.267	0.032	-0.658
Si	34.081	9.717	21.586	-0.155	-0.209	-0.778
Si	36.408	11.824	21.597	0.126	0.128	-0.679
Si	39.539	15.119	21.582	-0.149	-0.138	-0.72
Si	25.487	17.501	21.431	0.175	0.04	-0.778
Si	39.165	19.902	21.763	0.051	0.332	-0.715
Si	25.877	7.079	21.382	0.037	-0.22	-0.691
Si	39.77	9.553	21.67	-0.294	-0.105	-0.737
Si	41.899	11.854	21.7	0.071	0.247	-0.656
Si	28.758	15.336	21.596	-0.148	-0.233	-0.681
Si	31.182	17.318	21.34	-0.036	0.177	-0.66
Si	28.873	4.29	21.797	-0.273	-0.16	-0.719
Si	31.079	6.545	21.605	0.05	0.254	-0.777
Si	28.151	9.167	21.563	0.169	0.141	-0.784
Si	31.427	12.476	21.61	-0.107	-0.111	-0.675
Si	37.103	19.397	25.736	-0.009	-0.038	0.09
Si	45.152	17.037	29.179	0.084	0.009	-0.082
Si	28.911	9.323	24.532	-0.018	-0.023	-0.232
Si	40.272	6.932	26.628	-0.049	-0.012	-0.132
Si	47.557	7.376	30.21	-0.054	0.062	0.166
Si	37.174	14.021	28.567	0.096	-0.055	0.074
Si	41.185	14.015	31.482	0.054	0.098	0.088
Si	38.261	14.758	24.399	-0.018	0.117	-0.03
Si	32.389	5.345	26.764	-0.037	-0.011	0.05
Si	42.069	7.468	30.237	0.112	0.096	0.132
Si	25.722	12.093	24.774	-0.044	-0.057	-0.097
Si	46.474	19.237	31.091	-0.072	-0.056	0.132
Si	35.622	13.943	31.258	-0.063	0.015	0.033
Si	32.968	15.908	25.524	-0.103	0.066	-0.024
Si	40.086	13.544	28.778	-0.139	0.061	-0.091
Si	37.475	6.694	30.74	0.064	-0.112	0.121
Si	47.816	17.564	25.143	0.048	-0.021	-0.106
Si	31.182	14.002	28.813	0.04	0.015	-0.007
Si	34.232	19.484	25.797	0.038	0	0.128
Si	44.373	21.048	27.261	-0.063	0.054	0.022
Si	39.365	9.49	27.762	-0.113	0.07	0.033
Si	35.7	19.272	28.291	-0.027	0.005	-0.027
Si	32.9	7.949	23.84	-0.01	0.034	-0.178
Si	39.171	17.321	25.739	0.041	0.029	-0.076
Si	32.819	9.693	30.407	0.104	-0.148	0.068
Si	30.586	11.806	24.539	-0.054	0.018	-0.178
Si	27.417	20.368	24.437	0.083	-0.013	0.027
Si	46.959	21.097	28.868	0.008	-0.008	0.024
Si	36.82	9.798	26.154	0.006	0.066	-0.048
Si	39.399	8.903	30.549	0.012	0.036	0.125
Si	30.069	8.561	31.12	0.048	-0.153	0.093
Si	25.704	18.007	24.344	-0.068	-0.018	-0.026
Si	37.114	12.23	24.581	-0.038	-0.086	-0.074
Si	39.282	20.725	30.179	0.107	-0.059	0.136
Si	35.42	16.035	23.794	0.019	-0.003	-0.125
Si	43.285	16.285	31.269	0.07	-0.118	0.203
Si	33.03	12.527	30.562	-0.064	0.062	0.088
Si	32.561	12.995	26.291	-0.04	0.102	0.052
Si	40.108	7.283	23.696	0.065	0.102	-0.094
Si	35.756	7.351	24.483	0.024	0.035	-0.103
Si	31.223	16.817	27.723	0.066	-0.108	-0.104
Si	38.072	5.71	25.161	-0.017	0.14	-0.034
Si	37.492	18.087	30.23	0.016	-0.07	0.098
Si	34.869	21.536	30.386	0.108	-0.08	0.121
Si	28.337	13.351	25.871	0.023	-0.087	-0.049
Si	41.462	11.442	26.997	0.174	-0.102	0.162
Si	32.3	18.938	23.659	-0.087	0.23	-0.148
Si	30.807	7.615	25.757	0.021	-0.042	0.065
Si	27.784	15.866	24.379	0.047	-0.028	-0.145
Si	32.779	6.922	29.085	0.055	0.177	-0.034
Si	41.756	5.026	28.518	-0.122	0.027	0.104
Si	38.947	16.234	28.423	-0.032	0.006	0.016
Si	43.682	9.5	28.364	-0.039	-0.063	-0.127
Si	35.321	12.19	26.788	0.043	-0.045	-0.119
Si	34.002	14.962	5.378	-0.005	-0.004	-0.001
Si	36.773	1.329	5.405	0.01	-0.004	0.007
Si	34.007	4.014	5.392	0.006	0.008	0.005
Si	36.771	6.742	5.46	0.012	-0.007	0.009
Si	34	9.52	5.406	-0.016	0.011	0
Si	36.739	12.249	5.408	-0.011	0.01	0.005
Si	39.44	14.96	5.453	-0.012	0.012	0.01
Si	42.209	1.37	5.441	-0.007	-0.001	0.009
Si	39.49	4.032	5.41	0	-0.002	0.012
Si	25.823	6.796	5.344	-0.006	-0.006	0.005
Si	39.477	9.504	5.481	0.007	0.011	0.003
Si	25.845	12.235	5.373	0.012	-0.015	0.009
Si	28.558	14.954	5.354	0.002	-0.008	0.01
Si	31.298	1.326	5.334	0.009	-0.014	-0.008
Si	28.529	4.098	5.358	0.006	0.008	0
Si	31.26	6.793	5.385	0.016	-0.001	0.004
Si	28.512	9.514	5.357	-0.004	0	0.001
Si	31.269	12.242	5.396	-0.003	-0.005	0.012
Si	35.384	16.296	6.748	0.004	-0.006	-0.004
Si	38.119	2.689	6.778	-0.002	0.001	-0.004
Si	35.365	5.386	6.762	-0.001	0.006	-0.001
Si	38.117	8.123	6.81	-0.002	-0.008	0
Si	35.373	10.877	6.757	0	0	-0.004
Si	38.084	13.592	6.8	0	0.002	-0.001
Si	40.831	16.32	6.791	0.001	-0.01	-0.009
Si	27.179	2.723	6.708	-0.004	0.003	0.002
Si	24.451	5.451	6.703	0.005	0.006	-0.003
Si	27.163	8.16	6.72	-0.005	0.004	-0.001
Si	24.465	10.88	6.718	-0.002	0	0.002
Si	27.202	13.598	6.723	0.001	0.004	0.001
Si	29.925	16.309	6.708	0.002	0.002	-0.002
Si	32.643	2.665	6.738	0	-0.003	-0.008
Si	29.901	5.43	6.731	-0.01	0.004	0.003
Si	32.631	8.149	6.74	-0.007	0.001	0.006
Si	29.902	10.858	6.719	0.005	-0.008	-0.003
Si	32.639	13.603	6.741	-0.005	0.005	0.002
Si	34.015	17.65	8.105	-0.003	0.002	-0.007
Si	36.741	4.046	8.126	0.003	0	-0.008
Si	33.998	6.775	8.088	-0.005	-0.005	-0.005
Si	36.73	9.503	8.122	0	0.001	-0.007
Si	34.002	12.236	8.101	0.001	-0.001	-0.002
Si	36.72	14.945	8.142	-0.009	-0.015	0.001
Si	39.466	17.66	8.156	-0.007	-0.002	0
Si	25.812	4.084	8.059	-0.012	-0.009	-0.01
Si	39.482	6.765	8.155	0.008	0.011	-0.002
Si	25.811	9.519	8.08	-0.006	-0.017	0.003
Si	39.441	12.236	8.177	-0.002	-0.006	0.001
Si	25.834	14.968	8.072	0.013	0.011	-0.005
Si	28.555	17.68	8.054	0.013	0.013	-0.005
Si	31.272	4.052	8.069	0.002	0.006	-0.008
Si	28.538	6.8	8.072	0.01	0.007	-0.006
Si	31.268	9.509	8.085	0.004	0.004	0.001
Si	28.551	12.229	8.078	-0.015	-0.003	-0.008
Si	31.274	14.956	8.09	0	0	-0.002
Si	32.641	16.3	9.456	0.01	-0.005	0.003
Si	35.373	2.685	9.472	0.001	0	-0.001
Si	32.634	5.41	9.431	-0.001	0	0.004
Si	35.36	8.132	9.455	-0.003	0.007	0.001
Si	32.635	10.865	9.44	-0.008	-0.003	0.001
Si	35.358	13.578	9.483	0.002	0.012	0.002
Si	38.095	16.295	9.501	-0.004	-0.003	0
Si	24.455	2.733	9.421	0.006	0.009	0.001
Si	38.099	5.406	9.492	-0.001	0.004	-0.001
Si	24.446	8.167	9.43	-0.009	0.009	0.001
Si	38.08	10.856	9.507	0.004	0.008	0.002
Si	24.465	13.615	9.429	-0.005	-0.016	0.002
Si	27.195	16.326	9.42	-0.002	-0.007	0.002
Si	29.907	2.706	9.429	-0.003	-0.012	0.003
Si	27.177	5.436	9.421	-0.004	0.011	-0.001
Si	29.904	8.149	9.432	0.003	0.005	0.004
Si	27.178	10.88	9.428	0.006	0	0.002
Si	29.912	13.589	9.434	0.007	-0.006	0.002
Si	33.994	14.941	10.824	-0.01	-0.009	0.003
Si	36.727	17.652	10.847	0.004	-0.008	0.002
Si	33.995	4.054	10.8	0.003	0.005	-0.004
Si	36.719	6.773	10.823	0.003	0.007	0.001
Si	33.994	9.498	10.798	-0.004	0.001	-0.005
Si	36.714	12.218	10.851	-0.018	-0.007	0.006
Si	39.446	14.942	10.881	0.002	0.001	0.002
Si	25.823	17.69	10.766	-0.006	0.001	-0.009
Si	23.099	4.102	10.773	-0.008	-0.001	-0.004
Si	25.815	6.8	10.772	-0.005	-0.002	-0.005
Si	23.093	9.538	10.786	0.005	-0.015	-0.002
Si	25.818	12.247	10.782	0.002	0.005	-0.003
Si	28.546	14.956	10.779	0.005	0.007	-0.001
Si	31.265	17.665	10.791	0.001	0.013	-0.003
Si	28.541	4.072	10.777	0.006	0.002	0
Si	31.266	6.774	10.776	0.003	-0.002	-0.003
Si	28.544	9.519	10.776	-0.006	-0.005	0.001
Si	31.273	12.228	10.79	0.008	0	0.002
Si	35.36	16.287	12.191	0.001	0.002	-0.002
Si	38.087	2.681	12.218	-0.003	0.002	0.003
Si	35.355	5.404	12.169	-0.01	0	0.003
Si	38.069	8.127	12.2	0.001	0	0.001
Si	35.338	10.851	12.181	0	-0.01	0.006
Si	38.079	13.568	12.221	0.006	0	0.007
Si	40.809	16.303	12.242	0.012	0.011	-0.007
Si	27.181	2.715	12.135	-0.007	-0.003	0.006
Si	24.461	5.446	12.135	-0.005	-0.003	0.003
Si	27.175	8.164	12.119	0.006	0.001	-0.001
Si	24.452	10.898	12.14	-0.008	-0.004	-0.001
Si	27.179	13.603	12.132	-0.007	-0.006	0.009
Si	29.903	16.304	12.146	0.003	-0.012	0.002
Si	32.623	2.701	12.149	0.003	-0.008	0
Si	29.905	5.425	12.136	0.008	0.014	0.009
Si	32.632	8.123	12.133	-0.005	0.004	-0.005
Si	29.907	10.87	12.135	0.005	0.006	0.006
Si	32.627	13.577	12.162	0.006	0.008	0.002
Si	33.972	17.653	13.509	-0.009	0.011	-0.005
Si	36.705	4.043	13.543	0.007	0.001	-0.001
Si	33.975	6.758	13.507	0.012	0.003	-0.004
Si	36.689	9.483	13.54	-0.013	0.015	0.003
Si	33.979	12.219	13.53	-0.02	0.006	0.004
Si	36.713	14.93	13.569	-0.012	0.003	0.012
Si	39.439	17.645	13.601	0.009	-0.013	-0.003
Si	25.813	4.072	13.487	0.005	0.009	0.006
Si	39.422	6.768	13.571	-0.005	-0.003	-0.001
Si	25.825	9.531	13.477	-0.001	-0.011	-0.01
Si	39.433	12.197	13.584	0.011	-0.012	0.01
Si	42.166	14.951	13.613	-0.016	0.006	0
Si	28.538	17.668	13.493	0.004	-0.006	-0.003
Si	31.262	4.063	13.502	-0.003	-0.004	0.004
Si	28.533	6.8	13.467	-0.015	0.009	-0.003
Si	31.272	9.491	13.469	0.015	-0.021	-0.004
Si	28.539	12.235	13.481	0.005	0.003	0.012
Si	31.255	14.932	13.503	0.008	-0.001	-0.004
Si	32.613	16.286	14.855	-0.002	0.002	0.002
Si	35.32	2.683	14.875	0	-0.008	0.003
Si	32.618	5.41	14.879	0.004	0.006	0.011
Si	35.321	8.107	14.876	-0.001	-0.007	0.004
Si	32.606	10.84	14.85	-0.004	-0.008	0.01
Si	35.34	13.563	14.909	0	-0.007	0.008
Si	38.074	16.277	14.947	0.009	-0.003	0.004
Si	40.783	2.672	14.993	0.008	-0.001	0.006
Si	38.061	5.394	14.914	0	0.004	0.002
Si	40.773	8.122	14.942	-0.003	0.002	-0.001
Si	38.042	10.83	14.914	-0.002	-0.009	0.004
Si	40.799	13.568	14.931	0.002	-0.004	0
Si	27.17	16.313	14.846	-0.001	0.004	0.009
Si	29.898	2.704	14.849	0.004	-0.002	0.005
Si	27.176	5.442	14.817	0.011	0.005	0.007
Si	29.9	8.15	14.817	0.005	0.003	0
Si	27.186	10.878	14.839	-0.001	-0.007	0.012
Si	29.887	13.58	14.856	0.011	0.008	0.01
Si	50.498	14.634	0.098	-0.091	0.179	0.667
Si	53.29	1.09	0.196	-0.121	0.052	0.692
Si	50.23	4.651	0.172	-0.034	-0.271	0.638
Si	53.298	6.575	0.111	-0.134	0.286	0.673
Si	50.283	9.839	0.019	0.182	-0.228	0.656
Si	52.856	12.543	0.148	0.141	-0.066	0.747
Si	55.579	15.283	0.177	0.058	-0.142	0.72
Si	58.856	1.118	0.289	-0.202	0.116	0.813
Si	55.421	4.198	0.088	0.341	-0.168	0.7
Si	58.26	7.035	0.05	0.116	-0.169	0.7
Si	56.104	9.319	0.085	-0.096	0.116	0.753
Si	42.435	12	0.103	-0.178	0.128	0.787
Si	44.847	15.045	0.369	-0.036	0.043	0.49
Si	47.457	1.697	0.018	0.188	-0.219	0.725
Si	50.857	9.722	33.254	-0.226	0.236	0.716
Si	47.957	6.825	0.01	-0.312	0.08	0.626
Si	44.682	9.851	0.091	0.079	-0.208	0.71
Si	46.917	12.774	0.055	0.269	-0.097	0.745
Si	51.649	16.265	1.389	0.003	-0.008	-0.077
Si	54.367	2.699	1.524	-0.007	-0.026	-0.062
Si	51.735	5.642	1.596	0.015	-0.003	-0.041
Si	54.476	8.19	1.35	0	-0.008	-0.046
Si	51.778	10.918	1.437	-0.002	0.017	-0.061
Si	54.426	13.685	1.447	-0.013	0.001	-0.058
Si	57.161	16.372	1.492	-0.008	-0.002	-0.041
Si	43.577	2.659	1.172	-0.001	-0.023	-0.075
Si	57.122	5.373	1.292	-0.013	0.007	-0.04
Si	43.54	8.235	1.361	-0.009	0.023	-0.058
Si	57.237	10.909	1.385	0.02	-0.015	-0.044
Si	43.483	13.569	1.535	0.01	-0.032	-0.032
Si	46.354	16.448	1.439	0.007	0.028	-0.053
Si	49.069	2.867	1.28	-0.004	0.03	-0.06
Si	46.311	5.56	1.224	0.022	0.008	-0.045
Si	49.037	8.354	1.396	0.028	-0.014	-0.045
Si	46.141	11.043	1.455	0.021	0.007	-0.061
Si	48.825	13.583	1.341	0.01	-0.05	-0.048
Si	50.337	1.424	2.682	-0.001	0.005	-0.01
Si	53.018	4.105	2.844	0.018	0.005	0.01
Si	50.355	7.018	2.851	-0.041	0.007	0.014
Si	53.131	9.539	2.752	0.001	-0.007	-0.001
Si	50.244	12.223	2.72	0.017	0.032	0.026
Si	53.024	14.979	2.82	-0.02	-0.012	0.039
Si	55.805	1.406	2.856	-0.012	-0.007	0.02
Si	58.481	4.093	2.76	-0.019	0.004	0.007
Si	55.793	6.765	2.722	0.022	-0.001	0.033
Si	58.544	9.535	2.784	-0.017	-0.008	0.029
Si	55.814	12.259	2.716	0.014	0	-0.004
Si	42.129	14.931	2.818	0.004	0.011	0.027
Si	44.916	1.451	2.726	-0.012	0.004	0.034
Si	47.654	4.193	2.664	-0.014	0	0.011
Si	44.919	6.83	2.645	0.003	0	0.02
Si	47.582	9.638	2.717	0.001	-0.005	0.012
Si	44.851	12.286	2.916	-0.032	-0.003	0.053
Si	47.666	15.034	2.775	-0.031	-0.008	0.011
Si	49.01	16.394	4.108	0.027	0.005	0.016
Si	51.66	2.726	4.14	-0.011	0.003	0.024
Si	48.982	5.534	4.088	0.012	-0.03	-0.012
Si	51.755	8.276	4.192	-0.003	0.007	0.031
Si	48.95	10.905	4.147	0.022	0.014	0.008
Si	51.634	13.592	4.104	-0.001	-0.019	-0.02
Si	54.408	16.341	4.159	-0.011	0.007	-0.012
Si	57.155	2.761	4.184	-0.005	-0.001	0.011
Si	54.432	5.459	4.143	0.002	0.023	-0.001
Si	57.145	8.151	4.101	0.008	-0.004	-0.023
Si	54.46	10.912	4.105	0.006	0	0.019
Si	57.167	13.591	4.111	0.013	0.013	-0.011
Si	43.561	16.345	4.073	0.019	0.008	-0.021
Si	46.291	2.817	4.063	0.024	0.005	-0.018
Si	43.58	5.423	4.001	-0.015	0.004	-0.016
Si	46.246	8.199	4.044	-0.011	0.029	0.003
Si	43.501	10.875	4.186	-0.029	0.005	0.009
Si	46.28	13.678	4.148	0.017	-0.027	-0.021
Si	50.299	14.978	16.433	0.007	-0.001	0.005
Si	53.008	17.674	16.415	0	-0.002	0.001
Si	50.293	4.066	16.419	-0.001	-0.004	-0.006
Si	52.992	6.798	16.352	-0.012	-0.015	-0.01
Si	50.29	9.532	16.388	0.012	0.002	-0.007
Si	53.002	12.268	16.348	0.01	-0.016	-0.01
Si	55.757	14.982	16.372	0.008	0.004	-0.002
Si	42.139	17.628	16.374	-0.012	-0.007	0.004
Si	55.755	4.071	16.361	-0.002	0.007	0.003
Si	42.096	6.743	16.318	0.005	-0.012	0.003
Si	55.765	9.509	16.302	0.007	-0.004	-0.01
Si	42.153	12.243	16.324	-0.003	0.001	-0.002
Si	44.884	14.965	16.405	0.005	0.013	-0.005
Si	47.584	17.682	16.446	-0.008	-0.002	0.005
Si	44.863	4.018	16.368	-0.003	0.018	-0.015
Si	47.559	6.777	16.404	-0.014	0.009	0
Si	44.903	9.501	16.367	-0.01	0.005	-0.001
Si	47.595	12.244	16.428	0.007	0.003	0.002
Si	51.647	16.334	17.828	-0.004	0.002	-0.005
Si	54.381	19.056	17.729	-0.001	-0.002	0.022
Si	51.615	5.479	17.752	0.007	0.014	0.001
Si	54.417	8.132	17.645	-0.004	0.006	-0.007
Si	51.66	10.913	17.723	-0.016	0.022	0.014
Si	54.336	13.65	17.7	-0.002	0.005	-0.001
Si	57.167	16.32	17.711	-0.007	0.008	0.016
Si	43.494	19	17.745	0.017	-0.007	-0.004
Si	57.132	5.408	17.726	0.015	-0.003	0.009
Si	43.52	8.073	17.62	0.005	0.006	0.008
Si	57.108	10.903	17.63	0.004	-0.007	0.01
Si	43.53	13.574	17.731	0.001	-0.012	-0.009
Si	46.221	16.324	17.82	0.007	-0.024	0.006
Si	48.95	19.037	17.831	-0.011	0.02	-0.011
Si	46.237	5.335	17.749	0.005	-0.008	0.009
Si	48.897	8.187	17.741	-0.006	-0.003	-0.012
Si	46.236	10.87	17.789	-0.01	-0.013	-0.022
Si	48.947	13.617	17.81	-0.006	0.005	0.009
Si	50.305	17.703	19.232	0.013	-0.011	-0.003
Si	53.032	4.154	19.073	0.016	-0.004	-0.034
Si	50.194	6.821	19.115	-0.002	-0.038	-0.024
Si	53.084	9.519	18.961	0.005	0.013	-0.024
Si	50.321	12.249	19.161	0.009	0.006	-0.02
Si	53.004	14.951	19.173	0.007	-0.02	0.002
Si	55.771	17.676	19.046	-0.007	0.013	-0.037
Si	42.072	4.014	19.061	0.008	0.001	-0.007
Si	55.757	6.793	19.037	-0.013	0.001	-0.012
Si	42.128	9.513	18.809	0.039	-0.001	-0.052
Si	55.714	12.263	18.958	0.01	-0.009	-0.028
Si	58.593	14.932	19.002	-0.01	0.019	-0.025
Si	44.855	17.701	19.179	0.02	0	-0.004
Si	47.612	4.065	19.237	-0.003	0.022	-0.007
Si	44.793	6.645	19.023	-0.044	-0.006	-0.03
Si	47.581	9.515	19.182	0.02	0.015	0.001
Si	44.892	12.25	19.148	0.008	0.035	-0.006
Si	47.594	14.979	19.212	0.021	-0.018	-0.024
Si	48.971	16.33	20.643	-0.012	-0.029	0.047
Si	51.681	19.162	20.485	0.009	0.013	0.048
Si	48.884	5.524	20.653	-0.031	0.007	0.029
Si	51.675	8.206	20.265	0.014	-0.003	0.042
Si	48.969	10.894	20.567	0.011	0.012	0.055
Si	51.677	13.591	20.605	-0.009	-0.003	0.032
Si	54.429	16.328	20.432	0.007	0.013	0.058
Si	57.09	19.006	20.481	-0.009	-0.01	0.064
Si	54.418	5.487	20.466	-0.015	-0.023	0.043
Si	57.14	8.222	20.248	0.005	0.008	0.044
Si	54.396	10.89	20.335	-0.007	0.004	0.037
Si	57.144	13.584	20.242	-0.014	0.002	0.059
Si	43.479	16.297	20.487	-0.011	-0.002	0.031
Si	46.265	19	20.618	-0.009	-0.006	0.045
Si	43.426	5.311	20.485	0.037	-0.014	0.046
Si	46.158	8.016	20.338	0.002	-0.032	0.04
Si	43.415	10.813	20.263	-0.028	-0.004	0.068
Si	46.241	13.593	20.604	0.021	0.003	0.059
Si	50.122	14.759	21.985	0.226	0.112	-0.691
Si	53.313	17.99	21.663	-0.001	-0.105	-0.72
Si	50.62	4.469	21.862	-0.241	-0.233	-0.676
Si	52.81	6.743	21.651	0.302	0.069	-0.681
Si	50.66	9.712	21.712	-0.185	-0.013	-0.644
Si	52.879	11.932	21.79	0.075	0.244	-0.685
Si	56.031	15.075	21.626	-0.277	-0.05	-0.707
Si	41.716	17.38	21.586	0.259	0.108	-0.746
Si	55.511	3.875	21.812	0.189	0.164	-0.724
Si	42.213	7.012	21.529	-0.065	-0.212	-0.697
Si	56.021	9.785	21.58	-0.126	-0.178	-0.75
Si	58.18	12.052	21.651	0.225	0.049	-0.705
Si	45.073	15.231	21.851	-0.148	-0.218	-0.678
Si	47.392	17.419	22.036	0.215	0.292	-0.635
Si	45.016	4.215	21.87	-0.166	-0.137	-0.705
Si	47.127	6.587	21.942	0.346	0.138	-0.651
Si	44.473	9.122	21.443	0.031	0.115	-0.739
Si	47.891	12.505	21.939	-0.124	-0.142	-0.706
Si	53.078	17.335	26.574	0.154	-0.007	-0.017
Si	60.071	16.14	28.389	-0.026	0.085	0.119
Si	45.132	7.56	26.339	0.033	-0.012	-0.001
Si	57.248	4.971	26.708	0.084	-0.086	-0.044
Si	63.931	8.306	30.784	0.121	0.038	0.028
Si	55.665	15.099	30.409	0.024	-0.038	0.144
Si	58.959	12.695	30.405	0.017	-0.035	0.068
Si	54.314	13.727	23.828	0.051	-0.045	-0.129
Si	52.203	9.449	28.832	0.047	0.04	0.08
Si	58.389	7.673	30.594	-0.046	0.063	0.159
Si	43.093	11.917	24.578	0.043	0.008	-0.228
Si	62.636	19.317	31.266	-0.021	-0.021	0.155
Si	51.89	14.027	31.185	0.079	0.048	0.035
Si	51.868	15.736	28.562	-0.03	-0.031	0.046
Si	61.433	13.641	29.178	-0.065	-0.093	0.153
Si	54.262	7.81	30.588	-0.019	-0.02	0.074
Si	63.564	18.926	26.135	-0.077	-0.14	-0.003
Si	47.197	14.8	28.764	0.051	-0.094	-0.035
Si	50.01	4.769	24.807	0.013	0.081	-0.178
Si	60.297	5.078	27.146	-0.053	-0.005	-0.03
Si	56.273	12.597	29.135	0.108	-0.027	0.117
Si	51.068	18.476	28.492	0.11	-0.061	-0.001
Si	45.051	9.52	24.324	-0.019	0.034	-0.055
Si	56.07	18.422	26.246	-0.054	0.02	-0.085
Si	47.969	12.295	30.439	0.008	0.062	0.041
Si	47.265	13.586	26.126	-0.024	0.121	0.062
Si	43.842	19.57	24.702	-0.062	-0.008	-0.08
Si	62.864	20.844	28.561	-0.072	0.1	0.107
Si	51.742	6.06	26.678	-0.045	-0.106	-0.035
Si	56.443	9.883	30.729	0.033	0.014	-0.009
Si	45.938	10.019	30.376	0.012	-0.089	0.132
Si	41.122	19.098	23.96	-0.116	-0.017	-0.157
Si	56.114	13.493	26.264	0.066	0.02	0.012
Si	55.012	20.237	30.609	-0.083	-0.092	0.14
Si	52.157	16.083	23.869	-0.089	-0.054	-0.037
Si	60.426	17.083	31.291	0.058	0.036	0.22
Si	50.597	11.281	30.573	0.088	-0.121	-0.014
Si	47.58	11.064	24.691	-0.001	0.01	-0.146
Si	54.515	8.175	23.81	-0.002	-0.093	-0.094
Si	49.936	9.208	24.585	-0.005	-0.077	-0.077
Si	49.285	15.534	26.842	-0.054	0.041	0.039
Si	56.639	5.909	23.869	-0.087	-0.004	-0.187
Si	54.356	17.403	31.478	-0.018	-0.015	0.036
Si	52.265	21.091	29.229	0.064	0.054	-0.101
Si	44.773	14.414	24.79	0.03	0.04	-0.077
Si	60.486	10.913	28.647	-0.142	0.087	0.04
Si	48.811	19.588	27.002	-0.098	-0.017	0.065
Si	47.881	7.021	24.927	-0.161	-0.009	-0.118
Si	44.928	17.001	26.047	0.042	0.064	0.048
Si	50.435	7.059	28.95	0.075	-0.091	-0.019
Si	56.423	5.928	29.236	-0.03	0.087	0.106
Si	57.077	16.023	27.826	-0.058	-0.049	0.01
Si	60.16	10.192	25.656	0.159	0.004	0.03
Si	52.706	8.905	26.066	-0.042	-0.05	-0.058
Si	50.336	14.998	5.476	-0.017	-0.004	0.001
Si	53.041	1.384	5.503	0.008	-0.004	0.008
Si	50.308	4.127	5.461	-0.008	0.005	0.015
Si	53.071	6.829	5.499	0.001	-0.01	0.011
Si	50.336	9.584	5.519	-0.001	-0.01	0.011
Si	53.041	12.249	5.454	-0.005	0.005	-0.008
Si	55.786	14.957	5.474	0	-0.008	-0.005
Si	58.496	1.35	5.512	0.007	0	0.003
Si	55.777	4.109	5.524	0.001	0	0.005
Si	42.234	6.763	5.434	0.005	-0.013	0.004
Si	55.789	9.523	5.471	-0.002	-0.003	0.001
Si	42.16	12.239	5.524	0.005	-0.004	0.02
Si	44.899	15.009	5.482	-0.015	0.013	0.016
Si	47.617	1.42	5.441	-0.018	0.005	0.013
Si	44.92	4.124	5.441	-0.004	0.005	0.006
Si	47.601	6.855	5.449	0.004	0.02	0.001
Si	44.9	9.508	5.475	0.008	-0.005	0.007
Si	47.614	12.284	5.496	-0.017	0.008	0.007
Si	51.692	16.334	6.857	0.011	0.004	-0.002
Si	54.403	2.74	6.862	-0.002	0.002	0.003
Si	51.686	5.462	6.834	0.009	-0.002	0.004
Si	54.423	8.185	6.857	0.004	-0.003	-0.004
Si	51.697	10.927	6.871	-0.005	-0.004	0.004
Si	54.405	13.606	6.827	0.001	-0.006	-0.007
Si	57.123	16.317	6.859	0.001	0.01	0.002
Si	43.562	2.738	6.8	0.013	-0.002	-0.006
Si	40.84	5.411	6.777	0	0.003	-0.01
Si	43.558	8.13	6.829	0.009	-0.01	-0.006
Si	40.812	10.864	6.86	-0.004	0.002	0.003
Si	43.546	13.619	6.833	-0.005	-0.013	-0.007
Si	46.266	16.371	6.823	0.002	-0.001	-0.005
Si	48.963	2.76	6.833	-0.001	0.003	-0.01
Si	46.259	5.479	6.823	-0.009	0	-0.007
Si	48.969	8.185	6.836	0.019	-0.002	-0.001
Si	46.254	10.89	6.83	-0.005	0.001	-0.008
Si	48.975	13.642	6.848	0.011	0.001	0.001
Si	50.318	17.703	8.196	-0.007	-0.001	-0.005
Si	53.033	4.098	8.21	0.001	0.004	-0.008
Si	50.32	6.814	8.199	-0.019	-0.007	-0.006
Si	53.046	9.537	8.215	-0.002	-0.005	-0.008
Si	50.328	12.281	8.22	0.022	0.013	-0.002
Si	53.052	14.967	8.206	0.004	0.008	-0.002
Si	55.758	17.682	8.213	-0.007	-0.007	-0.004
Si	42.187	4.071	8.166	-0.01	0.003	-0.007
Si	55.766	6.817	8.227	0.002	0.008	-0.005
Si	42.188	9.492	8.186	-0.009	0.007	-0.003
Si	55.754	12.244	8.206	-0.012	-0.02	-0.009
Si	42.175	14.967	8.179	0.005	0.004	0.003
Si	44.9	17.705	8.189	0	0.001	0.005
Si	47.602	4.105	8.196	0	0.002	0.006
Si	44.905	6.8	8.214	0	0.012	0.003
Si	47.611	9.539	8.203	-0.001	0.001	-0.004
Si	44.893	12.243	8.192	-0.003	0.006	-0.001
Si	47.605	14.993	8.197	0	-0.002	-0.001
Si	48.963	16.343	9.567	-0.001	0.003	0.001
Si	51.674	2.733	9.569	0.012	0.006	0.002
Si	48.962	5.452	9.567	0.007	-0.002	0
Si	51.676	8.172	9.565	0.009	0	-0.002
Si	48.966	10.9	9.567	0.002	-0.004	-0.004
Si	51.686	13.627	9.583	-0.002	-0.004	0.002
Si	54.4	16.326	9.576	0	-0.002	0.003
Si	40.823	2.703	9.517	0.007	0.001	-0.006
Si	54.393	5.452	9.573	-0.002	0.005	0.003
Si	40.823	8.127	9.532	0.003	-0.019	-0.002
Si	54.397	10.894	9.581	0.001	0.006	0.002
Si	40.815	13.592	9.531	-0.003	0	-0.005
Si	43.54	16.323	9.539	-0.005	0.003	-0.008
Si	46.25	2.734	9.563	-0.006	0.003	-0.002
Si	43.536	5.426	9.549	0.004	0.005	0.001
Si	46.256	8.17	9.569	0	-0.007	-0.002
Si	43.537	10.869	9.546	0.007	-0.009	-0.007
Si	46.251	13.609	9.548	-0.005	-0.01	-0.002
Si	50.314	14.981	10.938	0.014	0.003	0
Si	53.029	17.686	10.931	0	-0.009	0
Si	50.311	4.085	10.936	-0.008	-0.002	0.002
Si	53.023	6.804	10.933	-0.001	0	-0.003
Si	50.316	9.531	10.929	0.004	-0.002	-0.002
Si	53.034	12.256	10.941	-0.006	-0.005	0
Si	55.761	14.963	10.934	-0.001	0.006	-0.005
Si	42.173	17.671	10.895	-0.003	-0.004	0
Si	39.45	4.051	10.871	0.001	-0.003	0.003
Si	42.172	6.776	10.909	-0.002	0.009	0.002
Si	39.446	9.494	10.866	0	0.002	-0.001
Si	42.17	12.227	10.898	-0.007	-0.004	0
Si	44.888	14.956	10.911	0.004	-0.001	0.001
Si	47.599	17.688	10.934	-0.003	0.004	0.002
Si	44.884	4.074	10.929	-0.012	0.001	0.009
Si	47.6	6.802	10.936	-0.003	0.012	0.006
Si	44.888	9.519	10.927	-0.004	0.008	0.002
Si	47.598	12.252	10.928	0.001	0.012	0
Si	51.667	16.338	12.305	-0.002	0.008	0.002
Si	54.39	2.721	12.293	0.002	0.007	0
Si	51.667	5.44	12.304	0.003	0.004	0.002
Si	54.378	8.168	12.289	-0.005	0.003	-0.001
Si	51.662	10.899	12.296	0.01	0.002	0.001
Si	54.393	13.615	12.301	0.005	-0.003	0.003
Si	57.122	16.324	12.291	0.009	-0.007	0
Si	43.524	2.697	12.276	0	-0.005	-0.001
Si	40.804	5.401	12.248	0.002	0.008	-0.002
Si	43.525	8.142	12.274	0	-0.009	-0.006
Si	40.806	10.849	12.238	-0.003	-0.004	-0.006
Si	43.531	13.586	12.268	0.001	-0.002	-0.004
Si	46.243	16.308	12.287	-0.009	-0.005	-0.004
Si	48.952	2.725	12.304	0.005	-0.002	0.003
Si	46.237	5.434	12.297	0	-0.001	0.002
Si	48.96	8.164	12.293	0.005	0.002	-0.004
Si	46.243	10.883	12.293	-0.003	-0.006	-0.003
Si	48.948	13.617	12.295	0.005	-0.007	0
Si	50.298	17.682	13.679	0.002	0.004	0.006
Si	53.019	4.064	13.662	0.007	-0.005	0.004
Si	50.299	6.795	13.666	0.004	0.004	0.008
Si	53.017	9.532	13.648	-0.006	0	0
Si	50.296	12.257	13.66	-0.001	0.002	0.001
Si	53.028	14.978	13.663	-0.002	-0.002	0.002
Si	55.753	17.683	13.653	-0.003	0	-0.004
Si	42.148	4.037	13.632	0	0.006	0.006
Si	55.73	6.786	13.631	-0.002	0.006	-0.004
Si	42.16	9.5	13.624	-0.004	0.001	-0.002
Si	55.755	12.25	13.652	0.01	-0.011	0.008
Si	58.49	14.965	13.642	-0.006	0.015	0.003
Si	44.878	17.655	13.646	0.003	-0.005	0.003
Si	47.588	4.073	13.672	-0.007	0.004	0.007
Si	44.864	6.782	13.655	-0.015	0.02	0.006
Si	47.601	9.519	13.655	0.005	-0.003	0.006
Si	44.883	12.238	13.658	-0.001	0.002	0.014
Si	47.595	14.963	13.679	0.002	0.006	0.002
Si	48.94	16.33	15.061	0.004	0.002	-0.001
Si	51.655	2.715	15.044	-0.003	-0.002	0.002
Si	48.942	5.433	15.045	-0.001	-0.002	0.005
Si	51.649	8.178	15.009	0.01	0.004	-0.001
Si	48.939	10.895	15.029	0.002	0.002	0.004
Si	51.642	13.635	15.018	0.005	0.002	0.001
Si	54.385	16.341	15.027	0.002	0.004	0.013
Si	57.128	2.715	15.005	0.009	0.005	0.009
Si	54.376	5.43	15.012	-0.004	0.006	0.007
Si	57.113	8.14	14.956	-0.002	0.002	0.001
Si	54.378	10.895	15	-0.002	0.004	-0.001
Si	57.119	13.62	15.001	0.007	0.003	0.002
Si	43.518	16.295	15.009	0.005	-0.007	0.001
Si	46.237	2.681	15.019	-0.005	-0.004	0
Si	43.502	5.391	15.001	0.001	-0.001	-0.002
Si	46.242	8.141	15.002	-0.001	0	-0.003
Si	43.522	10.855	15.002	0.003	-0.004	0
Si	46.238	13.596	15.044	-0.004	-0.003	-0.003
O	4.299	12.037	23.357	0.587	0.338	0.128
O	8.356	16.571	22.072	0.164	0.162	0.171
O	8.649	16.044	28.053	0.197	0.124	-0.177
O	7.898	4.751	22.551	0.521	0.035	0.019
O	67.879	5.463	22.241	-0.081	-0.042	0.282
O	12.625	9.351	31.938	-0.248	-0.176	-0.307
O	65.852	11.255	29.854	-0.163	-0.408	-0.304
O	64.682	17.919	26.746	0.547	0.331	-0.07
O	69.526	14.787	30.287	0.297	-0.134	-0.018
O	9.367	6.799	23.024	0.258	0.263	0.352
O	7.948	8.208	29.85	-0.09	-0.404	-0.325
O	67.485	20.941	31.827	0.109	-0.291	-0.37
O	62.648	5.455	22.031	0.184	0.003	0.323
O	65.76	3.99	22.814	-0.126	0.106	0.12
O	63.848	13.49	27.302	-0.304	-0.47	0.085
O	66.348	10.207	32.203	-0.1	0.148	-0.076
O	66.758	14.589	23.382	-0.018	0.367	0.537
O	63.154	11.596	23.13	-0.394	0.377	0.43
O	9.966	17.291	32.057	-0.124	-0.105	-0.255
O	6.582	9.451	23.222	-0.616	-0.369	0.137
O	62.692	16.366	22.295	0.076	0.151	0.46
O	64.286	15.849	28.379	-0.257	0.295	0.595
O	12.234	17.999	31.042	0.099	0.125	0.051
O	11.151	5.799	32.793	0.079	0.21	-0.182
O	63.78	9.398	24.498	0.618	0.132	0.051
O	13.535	8.055	29.822	-0.104	-0.39	-0.039
O	61.088	20.128	23.198	0.036	-0.53	0.322
O	11.955	15.548	31.892	0	-0.413	-0.398
O	70.156	6.815	32.333	0.557	-0.141	-0.162
O	6.337	18.968	22.516	-0.054	-0.478	-0.328
O	6.531	11.094	25.316	-0.459	0.07	-0.083
O	14.522	7.511	32.125	-0.14	-0.441	-0.089
O	8.363	11.016	22.268	-0.022	0.079	0.156
O	70.883	11.337	33.002	0.071	0.13	-0.545
O	10.961	11.196	32.78	0.161	-0.153	-0.234
O	8.005	18.816	24.595	0.086	0.114	0.224
O	12.935	20.364	31.953	0.049	0.347	-0.094
O	68.683	14.321	26.885	0.142	-0.081	-0.201
O	61.656	9.522	22.956	-0.104	-0.029	0.336
O	12.2	6.939	27.875	0.191	-0.189	-0.284
O	69.097	17.838	23.336	-0.431	0.49	0.111
O	6.844	12.886	30.194	-0.222	0.065	0.133
O	70.859	16.521	33.083	-0.05	-0.023	-0.39
O	60.913	14.627	23.112	-0.304	-0.202	-0.024
O	8.902	12.685	31.979	0.154	-0.134	-0.331
O	68.015	10.696	21.853	0.111	0.071	-0.094
O	12.509	18.503	27.484	-0.388	-0.42	0.111
O	66.731	8.789	23.063	-0.435	-0.13	0.199
O	61.028	14.854	28.21	0.274	0.162	-0.316
O	64.148	7.337	22.934	0.273	0.011	0.094
O	65.557	22.095	33.114	-0.252	-0.002	-0.098
O	6.895	17.962	27.66	0.144	0.17	-0.293
O	64.805	17.891	23.097	0.069	-0.239	0.25
O	8.916	14.487	30.137	0.077	0.03	0.05
O	68.624	9.813	24.578	0.117	-0.019	0.115
O	4.992	15.616	24.324	-0.079	-0.194	-0.439
O	62.261	18.144	25.602	-0.065	0.103	-0.411
O	70.082	19.774	31.1	-0.291	0.215	0.347
O	6.043	15.635	28.482	0.203	-0.505	-0.001
O	67.483	12.324	28.052	-0.337	-0.459	-0.253
O	66.535	15.964	27.047	-0.006	-0.252	0.149
O	5.609	18.056	25.042	0.072	0.037	0.672
O	14.205	20.486	27.33	0.711	0.159	0.061
O	6.961	21.023	31.845	0.329	0.465	-0.344
O	5.477	5.776	30.01	0.044	0.015	-0.544
O	68.239	8.534	33.014	-0.019	-0.008	-0.412
O	59.01	11.027	24.901	-0.542	-0.281	-0.203
O	5.902	20.557	24.403	-0.1	0.562	-0.466
O	68.926	20.33	25.695	0.07	-0.201	-0.048
O	69.781	19.032	28.216	-0.024	-0.211	-0.064
O	9.792	9.683	27.232	-0.736	0.155	0.063
O	68.787	17.995	32.398	-0.44	-0.152	-0.152
O	60.985	15.884	25.421	0.034	0.126	-0.122
O	8.42	19.241	32.911	-0.095	0.085	-0.507
O	65.594	16.731	32.877	-0.167	-0.192	-0.291
O	9.558	7.706	31.876	-0.323	0.188	0.075
O	11.144	12.464	26.111	0.379	-0.27	-0.027
O	13.801	13.933	32.761	0.016	0.047	-0.426
O	7.265	12.262	27.632	0.393	0.009	0.096
O	68.233	20.944	29.178	0.354	0.287	-0.388
O	70.288	17.28	30.312	0.26	0.055	0.022
O	67.424	7.558	25.323	0.099	0.135	0.098
O	67.264	19.304	27.386	-0.65	-0.147	0.15
O	65.001	7.949	29.647	0.482	0.548	-0.25
O	10.298	9.288	29.806	0.121	0.29	0.328
O	67.961	16.253	21.834	-0.12	-0.161	-0.155
O	15.061	20.223	24.764	0.048	0.059	-0.155
O	6.973	6.758	24.116	-0.192	0.293	-0.265
O	69.357	13.369	32.441	-0.015	0.18	-0.06
O	7.194	14.684	32.103	0.044	0.207	-0.319
O	59.885	13.502	25.216	0.187	0.01	0.646
O	7.067	15.919	25.988	0.087	0.325	-0.168
O	68.619	16.848	25.829	-0.066	0.133	-0.18
O	60.118	6.112	24.189	-0.384	0.116	-0.271
O	66.719	18.98	24.818	0.284	-0.671	-0.057
O	10.257	12.511	23.434	0.359	-0.04	0.046
O	67.152	12.037	24.247	-0.353	-0.036	-0.159
O	5.11	6.235	25.925	-0.52	0.222	0.018
O	64.85	7.097	25.411	-0.277	-0.268	0.107
O	59.731	8.119	22.077	-0.105	-0.164	0.216
O	10.707	16.308	29.698	0.312	0.427	-0.254
O	63.807	5.843	28.51	-0.346	0.139	-0.165
O	15.65	12.249	31.915	0.042	0.264	-0.391
O	7.219	14.781	23.469	0.216	-0.128	0.195
O	57.338	13.01	25.35	-0.129	-0.005	-0.074
O	65.313	12.831	22.434	0.309	0.264	-0.353
O	62.311	7.288	24.931	0.028	-0.195	0.07
O	58.863	17.798	23.054	0.195	-0.021	0.241
O	20.865	9.399	25.663	-0.01	0.113	-0.818
O	26.237	16.371	30.32	-0.034	-0.128	-0.545
O	13.871	19.411	29.642	0.412	-0.051	-0.147
O	67.493	15.159	32.023	0.037	0.219	-0.35
O	61.63	10.765	25.226	0.438	0.582	0.382
O	68.771	16.39	28.383	-0.222	0.346	0.19
O	14.707	18.415	31.915	0.289	-0.008	-0.522
O	49.075	16.71	25.731	0.442	0.222	-0.202
O	6.162	13.581	25.59	-0.323	-0.217	-0.036
O	62.489	13.768	25.034	0.08	-0.427	-0.016
O	26.646	20.994	27.965	-0.234	-0.396	0.072
O	13.827	10.719	25.297	-0.217	-0.086	0.612
O	64.264	15.578	25.768	-0.062	0.239	-0.489
O	48.603	5.57	24.874	-0.196	-0.368	0.184
O	40.486	7.736	30.339	-0.141	-0.266	-0.242
O	8.876	5.251	24.989	0.081	-0.652	0.04
O	63.978	9.902	31.034	-0.602	0.303	0.092
O	22.07	19.623	25.686	0.163	0.331	0.109
O	6.133	20.393	26.896	0.628	0.414	0.007
O	67.967	18.529	29.959	-0.747	-0.401	0.234
O	60.447	6.643	26.742	-0.251	0.274	0.305
O	65.058	13.217	25.021	0.054	-0.407	0.301
O	58.742	20.097	24.245	-0.404	0.392	-0.21
O	21.122	12.542	22.969	0.334	-0.433	0.41
O	24.512	16.299	21.98	0.173	0.059	0.365
O	29.133	19.863	27.658	-0.048	-0.288	-0.362
O	23.774	4.308	22.927	-0.103	-0.128	0.378
O	20.336	5.245	24.761	0.122	0.299	-0.077
O	28.99	9.319	32.022	-0.32	0.038	-0.237
O	16.76	11.215	29.719	0.017	-0.377	-0.282
O	14.6	17.416	26.293	0.068	0.471	-0.002
O	20.282	14.77	30.267	0.561	-0.173	-0.018
O	24.834	6.678	22.58	-0.63	0.141	-0.003
O	22.803	10.741	29.494	-0.18	0.578	0.146
O	17.948	20.472	31.611	-0.121	0.02	-0.09
O	13.831	5.577	22.112	0.093	-0.094	0.416
O	16.935	20.13	22.921	0.043	0.282	-0.051
O	27.97	15.008	23.001	-0.413	-0.533	0.11
O	17.422	10.302	32.052	0.165	-0.08	-0.29
O	16.362	13.669	22.112	0.141	-0.121	0.24
O	44.724	8.807	27.315	0.17	0.223	-0.037
O	26.745	17.723	32.431	0.24	0.167	-0.088
O	22.193	8.577	22.002	0.058	0.165	0.233
O	13.714	16.48	22.044	0.016	-0.057	0.349
O	14.446	15.194	27.458	-0.591	0.107	0.374
O	17.944	21.049	28.95	-0.385	0.289	0.186
O	27.414	5.804	32.839	0.195	0.119	-0.57
O	18.99	11.2	25.718	0.327	0.072	-0.318
O	29.29	8.089	29.768	-0.73	0.163	0.01
O	12.074	20.197	22.959	-0.132	-0.314	0.108
O	28.307	15.689	31.86	0.165	-0.276	-0.211
O	20.716	6.658	31.948	0.047	-0.406	-0.055
O	21.806	19.113	22.134	-0.147	-0.107	0.511
O	17.645	12.422	27.497	0.312	0.205	-0.069
O	30.763	7.359	31.971	0.067	-0.077	-0.232
O	24.189	10.608	22.014	0.009	0.039	0.287
O	21.783	11.327	32.785	-0.121	0.147	-0.119
O	27.403	11.204	32.852	0.04	-0.099	-0.304
O	21.692	17.091	24.924	0.126	-0.136	-0.148
O	28.938	20.067	32.192	-0.073	0.046	-0.099
O	16.568	15.678	25.841	-0.023	-0.175	-0.181
O	12.895	9.958	22.983	0.009	0.474	0.033
O	31.197	6.621	29.176	-0.194	-0.41	0.305
O	19.958	17.4	22.986	-0.672	0.045	0.096
O	34.578	12.759	30.936	0.235	-0.44	-0.024
O	22.031	16.827	32.835	-0.078	0.003	-0.456
O	26.29	9.895	27.592	-0.221	0.141	-0.081
O	11.768	15.465	23.319	0.097	-0.24	0.103
O	20.435	7.22	23.161	0.167	0.212	0.45
O	25.706	12.9	31.878	-0.337	0	0.072
O	30.345	8.135	27.233	-0.164	0.72	0.019
O	17.554	9.104	23.117	-0.085	0.203	0.441
O	39.541	8.645	23.018	-0.476	0.022	0.452
O	67.659	12.966	30.581	0.148	-0.233	0.061
O	12.828	18.545	24.83	0.454	-0.368	-0.575
O	15.782	7.17	22.94	-0.127	-0.088	0.318
O	16.419	5.85	32.803	-0.04	-0.019	-0.36
O	24.446	21.015	29.583	0.121	-0.419	-0.122
O	15.265	18.167	23.083	-0.274	-0.357	0.308
O	27.478	13.41	29.938	0.194	0.338	0.41
O	50.148	20.353	23.372	-0.274	-0.534	0.255
O	20.648	14.999	23.686	-0.299	0.016	-0.385
O	23.645	9.848	31.849	0.389	-0.097	-0.043
O	65.586	13.782	29.265	-0.011	0.379	0.224
O	22.391	19.569	30.305	0.376	-0.275	-0.208
O	38.546	16.918	29.838	0.317	-0.113	0.272
O	21.388	15.753	28.113	-0.151	-0.249	-0.339
O	16.324	16.784	28.242	-0.382	-0.174	0.376
O	36.927	19.721	27.32	0.613	0.446	0.09
O	23.792	16.331	29.21	-0.29	0.339	0.255
O	31.676	20.601	27.754	0.28	-0.149	0.034
O	23.279	21.339	31.981	0.037	0.261	-0.123
O	47.944	17.836	23.538	0.46	0.2	0.15
O	19.181	8.568	32.863	-0.053	-0.125	-0.149
O	50.348	6.379	27.475	-0.382	0.039	-0.238
O	46.417	16.837	25.444	0.026	-0.271	-0.091
O	19.549	19.144	25.263	0.059	-0.556	-0.42
O	24.48	6.241	27.527	-0.519	0.114	0.21
O	26.763	9.211	30.096	0.52	0.043	0.236
O	20.513	18.821	32.147	-0.175	0.196	-0.075
O	33.179	8.453	29.427	0.475	0.098	-0.437
O	24.761	19.409	32.912	-0.144	0.116	-0.632
O	16.498	16.706	32.79	-0.099	-0.104	-0.283
O	25.711	7.61	31.927	-0.266	0.239	-0.165
O	28.243	11.098	29.009	0.563	-0.38	-0.19
O	30.147	14.002	32.711	-0.168	0.015	-0.33
O	23.547	14.938	26.934	0.445	0.035	-0.156
O	53.212	16.147	27.707	0.374	-0.286	0.357
O	21.012	17.346	30.071	0.488	-0.207	-0.029
O	18.084	6.767	24.258	-0.193	-0.003	0.315
O	38.52	13.106	28.679	-0.094	-0.643	0.027
O	15.018	9.849	31.059	0.231	-0.007	-0.251
O	24.303	8.474	29.798	-0.042	-0.284	-0.371
O	17.655	15.467	23.338	-0.191	0.348	-0.023
O	32.244	17.861	22.462	0.441	-0.148	0.079
O	24.459	5.656	25.046	-0.156	-0.435	0.543
O	41.776	11.825	25.472	-0.629	0.348	-0.148
O	24.063	15.577	31.747	-0.011	-0.142	-0.174
O	19.07	5.16	22.414	0.193	0.179	-0.288
O	23.034	17.56	27.083	0.375	0.33	0.197
O	18.214	18.319	27.326	0.476	-0.167	-0.118
O	47.395	7.309	23.39	0.248	0.532	0.119
O	24.961	14.115	29.75	-0.214	-0.194	-0.658
O	21.806	8.527	30.484	-0.22	0.461	-0.124
O	40.297	18.199	25.009	0.021	0.119	0.029
O	50.777	15.313	27.416	0.294	-0.156	-0.497
O	17.011	18.493	24.97	0.097	-0.696	0.151
O	25.705	11.557	29.538	-0.54	-0.215	-0.017
O	25.788	12.268	23.167	0.262	0.562	-0.029
O	35.102	5.368	22.141	0.107	0.148	0.409
O	21.169	7.66	27.533	0.244	-0.455	0.295
O	25.466	8.02	25.894	0.363	-0.279	-0.133
O	60.322	13.575	30.363	0.158	0.234	0.543
O	41.293	5.855	27.214	0.026	-0.01	-0.176
O	11.116	8.282	22.059	0.051	-0.117	0.419
O	57.522	8.917	30.033	0.032	0.024	-0.288
O	45.241	9.694	22.744	0.209	0.122	-0.038
O	32.104	12.37	31.89	-0.043	-0.318	-0.076
O	23.041	14.379	22.958	0.503	-0.077	0.477
O	8.617	12.606	25.454	-0.146	-0.04	0.263
O	17.691	20.67	26.349	-0.286	0.288	-0.313
O	14.67	12.274	23.42	-0.166	-0.158	0.045
O	13.482	8.205	24.901	-0.405	-0.58	-0.261
O	9.821	18.644	22.652	0.38	0.607	-0.082
O	19.732	7.3	29.58	-0.353	-0.234	0.073
O	16.147	8.351	25.231	0.107	0.274	0.317
O	30.218	20.006	29.993	0.163	0.658	0.025
O	18.274	15.004	31.943	-0.089	0.206	-0.214
O	44.612	10.174	29.488	-0.001	0.269	-0.088
O	18.848	16.397	28.898	-0.221	-0.294	-0.174
O	30.876	18.303	31.887	-0.056	0.11	-0.308
O	52.117	14.59	29.676	0.341	-0.107	-0.38
O	22.13	13.432	25.249	-0.239	-0.392	0.053
O	42.297	5.961	29.722	0.624	-0.29	0.312
O	6.466	10.47	29.379	0.169	0.049	-0.111
O	27.577	9.355	25.386	-0.14	0.093	0.287
O	28.939	16.997	24.336	0.02	0.421	-0.5
O	19.762	12.832	31.878	0.014	-0.33	-0.256
O	26.178	6.693	29.508	0.457	-0.137	-0.086
O	30.834	18.803	24.392	-0.345	0.343	0.126
O	9.965	5.454	27.371	-0.032	-0.422	0.187
O	5.299	8.369	30.246	-0.234	0.171	-0.474
O	53.698	7.009	31.874	0.167	-0.43	-0.078
O	19.848	19.741	29.891	0.295	0.45	-0.436
O	12.666	4.804	25.353	-0.32	0.412	0.129
O	16.464	11.548	25.218	0.384	-0.47	0
O	10.496	19.607	24.975	-0.095	0.151	0.508
O	37.019	12.396	22.987	0.116	0.446	0.008
O	40.65	16.227	22.03	0.08	0.042	0.376
O	43.015	20.493	27.966	-0.041	-0.437	0.115
O	40.129	20.044	23.09	0.15	0.327	0.178
O	43.913	22.011	32.862	-0.086	-0.139	-0.165
O	45.588	9.678	31.923	0.077	-0.498	-0.018
O	32.977	11.145	29.718	0.329	-0.004	-0.523
O	30.164	17.132	26.537	-0.453	0.078	0.253
O	36.092	13.245	27.705	-0.228	0.237	0.16
O	41.266	6.597	22.799	-0.011	-0.334	0.314
O	39.387	9.946	29.314	-0.242	0.796	0.001
O	34.768	20.801	31.834	0.172	-0.523	-0.132
O	29.984	5.45	22.132	-0.126	0.105	0.48
O	39.412	17.336	27.34	0.167	0.52	0.144
O	31.409	13.405	27.335	-0.416	-0.052	-0.224
O	33.769	9.716	31.722	0.201	-0.061	-0.172
O	32.574	13.552	22.084	-0.104	-0.061	0.162
O	30.752	11.818	22.935	-0.298	-0.276	-0.003
O	42.922	17.616	32.099	0.045	0.205	-0.203
O	40.716	7.516	25.179	0.505	0.414	-0.015
O	30.035	16.312	21.953	-0.012	0.16	0.486
O	31.198	18.188	28.554	0.402	-0.135	0.412
O	45.74	18.241	30.069	0.171	0.223	-0.269
O	7.654	6.725	26.694	-0.037	-0.103	0.707
O	31.929	7.066	22.894	-0.055	-0.231	0.319
O	31.656	16.311	24.617	-0.02	-0.362	-0.276
O	28.011	4.876	25.701	0.205	0.379	-0.116
O	44.512	15.566	32.051	0.334	-0.256	-0.267
O	37.545	6.435	32.347	0.241	-0.596	0.176
O	37.942	18.888	22.204	-0.052	0.018	0.437
O	37.549	10.748	25.053	0.314	-0.138	-0.139
O	46.736	6.319	29.301	-0.261	0.1	-0.169
O	40.757	10.768	22.143	0.039	-0.138	0.443
O	38.296	11.397	32.964	0.004	-0.06	-0.334
O	43.796	11.229	33.007	0.014	-0.095	-0.393
O	20.874	11.158	27.637	-0.125	0.378	0.315
O	45.419	20.054	32	-0.389	-0.2	-0.331
O	15.487	13.184	28.643	-0.086	-0.191	0.307
O	28.688	9.714	22.989	0.407	0.332	0.032
O	69.101	11.9	26.02	0.338	-0.173	0.058
O	35.94	17.346	22.998	-0.128	0.444	0.025
O	46.079	15.736	29.415	0.012	-0.023	0.177
O	38.429	16.491	33.042	0.212	-0.118	-0.113
O	51.321	19.789	29.386	-0.453	-0.124	0.494
O	35.656	19.574	25.045	0.084	0.257	-0.441
O	38.844	6.28	23.857	-0.116	-0.135	-0.498
O	42.181	13.006	32.205	0.301	0.02	-0.288
O	49.083	7.173	29.771	0.247	-0.167	0.225
O	35.247	10.762	22.044	0.156	-0.186	0.54
O	45.577	20.6	28.223	-0.181	-0.558	0.115
O	36.408	7.481	22.999	0.185	0.589	-0.084
O	51.533	19.786	32.92	0.171	-0.063	-0.57
O	42.686	10.592	27.671	-0.013	0.2	-0.147
O	32.772	5.849	32.861	-0.147	-0.158	-0.089
O	40.506	20.514	29.133	-0.118	-0.495	-0.185
O	49.042	8.077	25.295	0.214	-0.036	0.766
O	40.617	13.194	30.244	-0.006	-0.639	-0.025
O	39.176	15.796	25.217	0.645	-0.214	0.258
O	36.732	15.252	24.28	-0.127	-0.102	0.26
O	39.824	9.637	31.913	0.256	0.172	-0.341
O	14.885	6.209	25.859	0.294	-0.049	0.128
O	35.947	6.419	30.318	-0.041	0.251	-0.393
O	32.512	13.797	29.706	0.217	0.326	0.116
O	37.635	15.422	27.888	-0.151	0.076	-0.385
O	52.856	9.822	27.396	0.496	0.379	-0.075
O	33.063	14.305	25.517	0.281	-0.06	-0.487
O	48.148	20.819	27.809	0.449	0.58	-0.112
O	39.774	20.933	31.701	0.182	0.2	0.084
O	38.427	5.739	29.857	-0.007	0.083	-0.334
O	35.67	8.356	32.844	0.146	0.032	-0.456
O	25.288	10.595	25.224	-0.737	-0.011	-0.042
O	37.693	17.926	25.466	-0.509	-0.259	-0.091
O	49.118	10.593	24.676	0.22	0.45	-0.097
O	36.01	8.67	25.359	-0.334	0.213	0.183
O	42.768	8.441	29.17	-0.23	-0.111	-0.151
O	36.883	18	31.724	-0.266	0.243	-0.185
O	27.952	14.888	25.633	-0.091	0.164	0.608
O	41.149	19.262	32.993	-0.197	0.062	-0.483
O	32.84	16.728	32.737	-0.122	0.076	-0.501
O	42.636	7.634	31.746	0.246	0.495	-0.23
O	50.347	10.247	31.795	-0.589	-0.319	-0.056
O	46.433	14.005	32.904	-0.14	-0.208	-0.562
O	32.08	8.419	25.152	0.091	0.414	0.281
O	35.23	20.464	29.252	0.019	0.131	-0.205
O	50.951	12.732	31.152	-0.313	0.155	0.115
O	40.218	8.133	27.674	0.393	0.039	0.174
O	36.23	18.054	29.206	-0.397	-0.641	0.122
O	31.258	9.588	30.785	-0.099	0.463	0.122
O	53.578	20.785	30.107	-0.052	0.233	0.15
O	51.336	5.645	25.165	0.48	0.345	-0.521
O	47.711	18.921	26.025	-0.64	0.241	0.188
O	38.809	6.266	26.477	-0.385	-0.309	0.487
O	30.806	15.575	28.68	-0.221	0.099	0.286
O	39.936	14.44	32.39	-0.335	-0.425	-0.19
O	27.203	12.344	25.344	0.17	-0.461	-0.087
O	20.118	20.793	27.227	0.531	0.222	0.467
O	34.521	15.161	22.787	0.002	-0.072	0.307
O	26.352	4.883	23.559	0.42	0.112	-0.268
O	51.353	9.343	25.314	-0.044	0.398	-0.045
O	37.924	8.233	30.544	-0.313	0.255	0.084
O	60.13	5.873	32.968	-0.127	-0.103	-0.37
O	36.512	6.118	25.199	-0.407	-0.467	0.589
O	33.279	18.569	24.885	0.214	-0.569	0.273
O	40.088	10.612	26.899	-0.261	0.258	-0.52
O	42.689	12.286	23.058	-0.002	0.184	0.089
O	33.765	12.316	27.099	-0.058	-0.391	0.481
O	53.973	9.013	25.077	0.232	0.473	0.029
O	18.643	6.666	27.311	-0.217	0.064	-0.351
O	31.234	6.045	25.859	-0.478	-0.33	-0.173
O	24.158	18.143	24.805	-0.09	0	-0.038
O	27.003	8.085	22.007	-0.164	0.044	0.233
O	43.699	16.686	29.772	-0.335	-0.056	-0.386
O	33.449	5.896	30.11	-0.466	-0.176	0.39
O	48.253	12.368	32.032	0.563	-0.105	-0.004
O	38.906	14.532	22.945	-0.114	-0.216	0.1
O	24.723	13.175	25.416	0.052	0.503	-0.203
O	33.498	4.596	25.881	-0.105	0.467	-0.122
O	33.412	9.215	22.986	0.002	0.058	0.255
O	29.58	7.856	24.725	-0.254	-0.398	-0.221
O	25.895	18.336	22.767	0.228	0.546	-0.075
O	32.653	16.462	27.026	0.355	0	0.511
O	33.185	6.517	27.57	0.297	0.254	-0.386
O	47.323	20.278	30.208	0.618	0.059	0.158
O	34.771	15.177	31.869	-0.125	0.232	-0.164
O	29.924	10.447	25.081	0.328	-0.161	0.364
O	34.452	16.365	25.042	0.369	0.186	0.581
O	47.489	18.454	32.053	0.28	-0.271	-0.277
O	45.005	17.41	27.612	-0.084	0.294	0.188
O	46.523	9.861	24.913	0.325	-0.186	0.115
O	29.679	13.053	25.026	0.138	0.319	0.048
O	41.1	12.808	27.775	0.338	0.377	-0.086
O	61.139	15.876	32.089	0.132	-0.077	-0.478
O	40.141	15.158	28.597	0.455	0.302	-0.031
O	36.679	13.397	32.329	0.022	0.053	-0.217
O	22.969	9.661	27.166	0.756	-0.009	-0.28
O	44.611	20.462	25.787	0.39	0.334	-0.007
O	11.293	9.695	25.045	-0.004	0.323	0.034
O	35.812	10.677	27.063	-0.253	-0.273	0.494
O	52.539	17.301	22.9	-0.076	0.193	0.149
O	12.28	9.573	28.08	0.142	0.428	-0.465
O	28.833	6.135	27.95	-0.103	0.231	0.117
O	32.033	11.93	25.218	0.535	-0.374	-0.057
O	26.656	19.088	25.088	-0.092	-0.108	0.435
O	53.646	12.416	23.153	0.008	-0.307	0.293
O	57.142	16.169	22.106	-0.113	0.076	0.378
O	56.545	6.075	27.648	-0.138	0.594	-0.308
O	56.067	4.543	23.197	0.174	-0.083	0.369
O	51.746	5.616	22.156	-0.133	0.064	0.229
O	61.287	9.298	31.949	0.245	0.027	-0.052
O	49.206	11.48	29.77	-0.116	-0.124	-0.519
O	10.805	11.658	28.634	-0.32	-0.01	0.545
O	58.619	12.799	23.026	0.098	0.327	0.149
O	57.696	6.56	22.851	-0.089	-0.108	0.249
O	56.129	11.128	29.767	-0.146	-0.056	-0.283
O	44.405	14.761	23.256	-0.239	0	-0.157
O	46.059	5.399	22.303	0.03	0.079	0.374
O	56.298	19.978	26.625	-0.142	0.002	0.333
O	48.33	15.773	28.136	-0.079	0.75	0.322
O	52.565	5.026	27.636	0.594	-0.469	-0.18
O	48.995	13.637	22.418	-0.064	-0.098	0.202
O	46.369	14.173	24.917	0.256	0.239	-0.564
O	59.195	17.693	32.131	-0.393	-0.244	-0.206
O	55.403	9.184	22.944	0.225	0.218	0.29
O	46.206	16.326	22.292	-0.171	-0.141	0.466
O	48.77	14.181	26.11	0.282	-0.413	-0.128
O	61.505	18.221	30.949	-0.085	0.169	-0.181
O	51.494	6.109	29.769	-0.002	0.153	0.579
O	28.473	13.188	27.455	-0.092	0.312	0.031
O	62.509	7.745	30.279	-0.002	-0.429	-0.095
O	44.455	19.854	23.236	-0.258	-0.084	0.027
O	56.132	20.692	29.551	0.264	-0.252	-0.218
O	28.538	17.969	30.592	-0.052	0.014	-0.588
O	54.407	19.065	22.258	0.037	0.022	0.311
O	50.145	8.865	23.013	-0.266	-0.481	-0.108
O	64.12	7.636	32.214	0.041	0.195	-0.06
O	57.094	10.908	22.081	0.185	-0.015	0.125
O	54.738	11.501	32.916	0.045	0.01	-0.428
O	60.064	11.235	33.082	-0.073	-0.041	-0.273
O	56.945	18.186	24.881	-0.207	-0.071	-0.287
O	61.993	20.476	32.184	-0.032	0.297	-0.187
O	8.62	9.52	24.902	0.042	0.278	-0.352
O	7.078	9.577	31.854	0.34	-0.286	0.049
O	43.88	10.529	24.746	0.042	-0.246	0.064
O	62.833	13.983	32.878	0.064	0.065	-0.304
O	44.637	8.045	24.861	-0.418	-0.304	-0.259
O	55.103	17.002	32.868	0.058	0.339	0.405
O	59.925	10.353	27.248	-0.527	0.002	-0.074
O	51.145	15.148	32.072	0.195	0.015	-0.409
O	53.265	7.608	22.955	-0.326	-0.055	0.404
O	58.411	12.763	31.919	-0.312	0.295	-0.222
O	61.337	12.254	28.361	0.161	0.077	-0.307
O	51.773	10.805	22.246	-0.122	-0.082	0.272
O	61.261	21.133	28.415	-0.396	-0.151	0.376
O	55.417	6.905	24.199	-0.248	-0.169	0.487
O	50.746	15.444	23.353	-0.325	0.187	0.381
O	49.464	21.859	32.843	-0.009	0.101	-0.466
O	12.166	16.291	25.876	-0.009	-0.421	0.514
O	6.176	8.642	25.691	-0.339	0.305	0.37
O	38.205	13.308	25.118	0.576	-0.078	0.592
O	34.173	7.092	24.347	-0.106	-0.552	0.151
O	59.533	18.019	25.534	-0.104	-0.016	0.478
O	53.23	14.9	23.791	0.013	-0.142	0.182
O	56.938	10.291	32.21	0.384	0.276	0.197
O	70.098	12.465	28.413	-0.004	-0.099	0.063
O	55.073	18.625	30.709	0.544	-0.128	-0.214
O	47.831	13.788	29.848	0.077	0.274	0.213
O	54.361	16.066	30.573	-0.216	-0.273	-0.516
O	50.001	20.033	26.016	0.519	-0.366	0.128
O	42.258	19.95	24.736	-0.33	0.649	0.181
O	58.664	15.813	27.683	0.176	-0.388	-0.37
O	63.262	19.972	27.286	-0.02	0.171	0.025
O	55.404	20.919	32.032	-0.055	0.269	0.096
O	55.201	6.837	29.735	-0.209	-0.193	-0.343
O	51.991	8.605	32.897	0.013	0.162	-0.413
O	11.899	20.834	28.759	-0.228	-0.166	0.237
O	54.504	17.973	26.096	-0.16	0.208	-0.369
O	58.732	20.99	27.335	-0.147	-0.168	0.182
O	9.981	17.056	24.671	-0.421	-0.196	0.098
O	59.917	7.838	30.158	0.056	-0.478	-0.494
O	52.893	17.902	31.901	-0.657	-0.186	-0.567
O	44.259	15.548	25.824	-0.465	0.015	0.122
O	57.363	19.407	32.958	0.082	0.045	-0.28
O	49.217	16.734	32.887	-0.13	-0.221	-0.407
O	58.277	7.616	32.202	-0.318	0.2	0.083
O	60.829	17.345	27.631	0.454	0.261	0.415
O	44.079	18.04	25.159	-0.434	-0.163	-0.265
O	55.977	12.52	27.553	-0.385	-0.333	-0.068
O	19.11	16.222	25.292	-0.047	0.422	0.751
O	38.156	20.431	25.111	0.291	-0.124	-0.142
O	46.696	7.117	26.054	0.211	-0.318	0.382
O	49.519	18.534	28.008	-0.366	-0.353	0.166
O	51.305	17.083	29.292	-0.331	0.192	0.803
O	66.554	5.078	25.789	-0.377	0.053	0.057
O	55.251	13.644	29.841	-0.649	-0.204	0.01
O	64.201	19.704	24.868	-0.227	0.66	0.079
O	57.365	5.669	25.274	0.473	0.284	-0.011
O	10.529	14.207	28.068	-0.079	0.125	-0.351
O	46.564	13.937	27.544	-0.599	-0.448	0.186
O	44.032	13.058	25.191	0.173	-0.035	0.448
O	56.693	17.53	27.428	0.298	0.259	0.249
O	10.03	7.501	25.798	0.674	-0.285	-0.019
O	53.226	13.508	31.967	0.35	-0.059	-0.178
O	57.763	13.2	29.429	0.078	0.554	-0.403
O	55.101	9.08	31.092	-0.375	0.244	0.301
O	19.09	9.229	27.619	-0.716	0.274	0.35
O	69.083	7.547	23.225	0.174	0.01	0.34
O	23.203	12.348	27.415	0.252	0.091	0.046
O	59.341	11.24	29.769	-0.243	-0.442	0.163
O	22.063	5.904	29.865	-0.048	-0.037	-0.2
O	51.822	10.795	29.635	0.219	0.267	-0.043
O	12.91	13.097	28.02	0.056	-0.135	0.397
O	56.366	14.974	31.881	0.195	-0.162	-0.06
O	52.659	7.37	26.559	0.338	-0.306	0.172
O	28.494	20.008	23.273	0.296	-0.332	0.188
O	43.332	8.097	22.035	0.195	0.08	0.517
O	59.819	16.513	29.923	-0.251	0.026	-0.147
O	62.942	13.915	29.704	0.114	0.136	0.699
O	64.648	12.236	32.019	0.006	0.12	-0.166
O	55.57	14.24	22.949	0.284	-0.271	0.305
O	18.112	13.669	25.222	0.537	-0.085	-0.031
O	32.935	20.263	22.947	-0.25	0.185	0.379
O	47.277	11.839	23.298	-0.335	-0.112	0.094
O	26.318	16.527	24.561	-0.532	-0.345	0.245
O	42.02	18.156	22.983	0.663	-0.168	0.245
O	53.162	8.454	29.636	0.086	-0.11	-0.058
O	50.848	8.595	28.676	-0.534	0.122	-0.204
O	63.146	20.014	29.913	0.379	-0.085	-0.29
O	37.91	9.173	27.154	-0.217	-0.541	0.072
O	14.612	13.079	26.035	0.036	0.183	-0.027
O	19.172	10.959	22.206	0.14	-0.128	0.595
O	63.871	18.588	32.022	0.065	0.162	-0.23
O	38.28	19.48	30.089	-0.039	0.005	-0.274
O	54.789	13.427	25.338	-0.291	-0.094	0.095
O	17.98	13.472	29.878	-0.206	0.046	0.066
O	17.521	18.544	29.842	-0.364	-0.09	0.175
O	56.655	15.814	29.365	0.249	0.341	0.202
O	56.335	15	26.813	0.011	0.142	-0.222
O	52.224	16.716	25.343	-0.37	0.101	0.088
O	57.805	6.321	29.962	0.369	-0.314	0.078
O	60.819	20.564	25.836	0.195	-0.292	-0.065
O	46.625	11.461	30.213	-0.284	0.369	-0.176
O	47.521	7.079	31.805	-0.089	0.215	-0.03
O	52.144	18.47	27.262	0.131	0.391	-0.338
O	65.982	5.606	29.944	-0.363	-0.382	0.362
O	68.353	6.805	30.473	-0.145	0.429	-0.122
O	47.365	12.002	25.973	-0.212	-0.166	0.528
O	36.48	14.39	29.979	0.059	0.529	-0.01
O	22.922	7.539	25.667	-0.364	-0.134	-0.697
O	6.765	19.898	29.394	0.414	0.108	-0.049
O	34.478	18.879	27.288	-0.173	-0.392	0.316
O	10.207	14.6	25.116	-0.459	0.131	0.532
O	66.163	6.867	27.611	0.244	0.248	0.375
O	46.94	8.834	29.901	0.33	0.041	-0.482
O	35.656	12.528	25.235	-0.56	0.324	-0.36
O	30.018	13.126	29.517	-0.006	-0.024	0.48
O	10.243	6.64	29.615	0.116	-0.357	0.339
O	60.029	8.65	25.193	-0.532	0.001	-0.092
O	41.997	15.348	31.122	-0.089	0.29	-0.192
O	44.352	6.331	27.03	-0.158	0.218	0.252
O	61.435	9.821	29.323	0.501	-0.108	-0.308
O	14.444	8.303	27.348	0.409	0.248	0.265

Results
total energy: -406623.547 eV
total energy less fixed offsets of O -438.35, Si -107.03 eV per atom: -10.747 eV
